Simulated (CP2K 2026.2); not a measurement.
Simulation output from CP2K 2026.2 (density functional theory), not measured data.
Periodic cell of 2016 atoms, Si1440O576, from a study of silicon, its oxide and their interface. The atomic structure is a simulated model.
Doubt: the forces sum to 2.14 eV/angstrom along one axis rather than to zero, so they err by at least 0.0011 eV/angstrom per atom on average; the grid cutoff is modest.

Settings
functional: PBE
method: Gaussian and plane waves
basis set: DZVP-MOLOPT-SR-GTH
pseudopotentials: GTH-PBE
grid cutoff: 350 Ry, relative cutoff 50 Ry
k points: Gamma only
occupations: fixed
spin: none
net charge: 0

Cell vectors (angstrom)
a 65.28 0 0
b 0 16.32 0
c -0.7414 -0.1737 33.1217

Atoms and the computed forces on them: element, x, y, z (angstrom), force x, y, z (eV/angstrom)
Si 1.254 14.19 32.923 -0.13 0.182 0.731
Si 3.253 1.551 32.946 0.193 -0.31 0.692
Si 1.039 3.805 33.081 -0.223 0.102 0.7
Si 3.955 7.078 0.1 0.201 -0.067 0.758
Si 1.686 9.228 0.066 -0.111 0.234 0.757
Si 4.211 12.237 0.292 -0.01 -0.03 0.494
Si 6.13 14.685 33.021 0.015 0.176 0.746
Si 8.638 1.567 33.098 0.167 -0.329 0.719
Si 7.163 3.965 0.093 -0.161 0.203 0.782
Si 9.273 6.509 33.053 -0.288 0.204 0.625
Si 5.723 9.941 33.084 0.05 -0.124 0.736
Si 10.093 11.965 0.006 -0.377 0.202 0.742
Si 12.425 14.782 0.045 0.079 0.034 0.691
Si 15.324 1.113 0.095 -0.26 0.294 0.685
Si 12.172 4.353 0.067 0.157 -0.219 0.665
Si 15.206 6.545 0.372 0.02 0.146 0.724
Si 12.369 9.769 0.052 0.185 -0.284 0.66
Si 14.883 11.674 33.048 -0.196 0.19 0.671
Si 17.684 15.292 0.11 0.202 -0.351 0.726
Si 20.5 1.276 0.119 -0.01 0.238 0.746
Si 17.531 4.592 0.373 -0.06 -0.246 0.671
Si 19.098 7.23 33.079 0.296 -0.218 0.731
Si 17.667 9.596 0.475 -0.032 0.074 0.549
Si 19.985 11.682 33.062 -0.262 0.383 0.698
Si 22.955 14.243 33.075 -0.198 0.177 0.777
Si 25.666 1.684 0.088 0.121 -0.223 0.679
Si 22.671 3.747 33.118 -0.236 0.213 0.728
Si 26.063 6.774 0.07 -0.272 0.141 0.753
Si 23.076 9.767 0.197 0.047 -0.299 0.743
Si 25.86 12.232 0.468 0.015 -0.031 0.562
Si 28.611 14.635 0.09 -0.014 0.264 0.701
Si 30.7 1.016 33.039 -0.282 0.118 0.674
Si 28.266 4.512 0.192 0.09 -0.226 0.76
Si 31.104 6.684 0.437 -0.013 0.216 0.634
Si 28.023 10.064 0.092 0.18 -0.076 0.75
Si 30.985 12.617 0.125 0.061 -0.162 0.726
Si 33.008 15.177 33.114 0.118 -0.29 0.746
Si 35.739 1.45 32.992 0.108 -0.262 0.626
Si 33.377 4.642 0.114 0.242 -0.395 0.641
Si 36.172 6.889 0.262 0.266 -0.081 0.647
Si 34.172 9.258 0.299 -0.165 0.012 0.687
Si 36.469 11.97 0.02 0.123 0.325 0.725
Si 39.703 14.65 0.17 -0.375 0.254 0.531
Si 42.687 0.69 0.104 -0.182 0.198 0.784
Si 38.566 3.657 32.822 -0.139 0.391 0.686
Si 42.01 6.808 0.266 0.02 -0.139 0.605
Si 39.818 9.001 0.066 -0.254 0.104 0.719
Si 41.855 12.28 0.405 0.241 -0.183 0.618
Si 44.751 14.806 0.571 0.027 0.056 0.525
Si 47.418 1.338 0.532 -0.056 0.028 0.565
Si 45.292 3.476 0.128 -0.164 0.103 0.732
Si 47.228 7.069 0.214 0.278 -0.424 0.49
Si 44.876 9.273 0.44 -0.222 0.185 0.613
Si 46.764 12.517 0.062 0.285 -0.033 0.602
Si 48.824 15.308 33.021 0.27 -0.318 0.742
Si 51.992 1.24 33.008 0.246 -0.167 0.687
Si 50.55 3.666 0.051 -0.143 0.159 0.823
Si 52.492 6.182 33.016 -0.191 0.311 0.753
Si 49.897 9.313 0.012 -0.013 0.291 0.585
Si 52.497 11.721 32.98 -0.216 0.084 0.758
Si 55.857 14.661 0.037 -0.083 0.231 0.737
Si 57.971 1.045 33.093 -0.288 0.165 0.716
Si 54.822 4.061 33.066 0.14 -0.292 0.7
Si 57.823 6.398 33.01 -0.145 0.227 0.719
Si 54.747 9.476 32.964 0.159 -0.185 0.715
Si 57.382 12.326 33.015 0.24 -0.132 0.731
Si 60.184 15.147 32.993 0.276 -0.269 0.713
Si 63.341 1.192 32.954 -0.124 -0.011 0.676
Si 60.18 4.304 32.979 0.201 -0.278 0.781
Si 63.149 6.959 33.002 0.024 -0.261 0.673
Si 60.773 9.027 32.921 -0.139 0.104 0.652
Si 63.929 12.119 0.026 0.323 -0.179 0.711
Si 2.892 16.264 1.021 -0.022 0.029 -0.013
Si 5.544 2.762 1.293 -0.012 -0.002 -0.033
Si 2.863 5.468 1.395 -0.005 -0.012 -0.049
Si 5.535 8.338 1.277 0.04 0.009 -0.096
Si 2.778 10.819 1.417 -0.003 -0.007 -0.044
Si 5.571 13.696 1.454 0.011 -0.044 -0.05
Si 8.264 -0.001 1.175 0.004 0.01 -0.04
Si 11.008 2.751 1.321 -0.007 -0.002 -0.019
Si 8.351 5.593 1.266 0.012 -0.01 -0.037
Si 11.117 8.205 1.327 0.011 0.018 -0.04
Si 8.274 11.002 1.204 0.022 -0.015 -0.012
Si 11.005 13.591 1.435 0.019 -0.035 -0.058
Si 13.763 16.227 1.349 -0.04 0.024 -0.044
Si 16.414 2.773 1.397 0.017 -0.009 -0.024
Si 13.667 5.36 1.588 -0.018 -0.01 -0.056
Si 16.297 8.178 1.659 -0.016 -0.016 -0.054
Si 13.879 10.972 1.339 0.02 0.043 -0.039
Si 16.571 13.562 1.275 -0.006 0.014 -0.034
Si 19.179 0.023 1.549 -0.003 -0.002 -0.062
Si 21.77 2.839 1.312 0.014 -0.018 -0.035
Si 19.065 5.777 1.565 0.085 0.005 -0.026
Si 21.699 8.215 1.293 -0.016 -0.027 -0.065
Si 19.193 10.956 1.532 0.022 0.037 -0.044
Si 21.859 13.545 1.234 -0.015 0.014 -0.05
Si 24.559 16.259 1.25 -0.035 0.036 -0.019
Si 27.165 2.846 1.436 0.015 0.008 -0.065
Si 24.477 5.543 1.334 -0.004 0.011 -0.051
Si 27.123 8.337 1.458 0.025 0.004 -0.055
Si 24.464 10.874 1.691 -0.014 -0.023 -0.026
Si 27.232 13.63 1.677 0.019 -0.003 -0.054
Si 29.797 0.052 1.225 0.049 -0.036 -0.071
Si 32.488 2.796 1.298 0.014 0.046 0.006
Si 29.724 5.451 1.748 -0.03 0.017 -0.032
Si 32.485 8.204 1.538 -0.011 0.036 -0.028
Si 29.782 11.022 1.393 0.025 -0.049 -0.075
Si 32.617 13.731 1.352 0.037 0.018 -0.05
Si 35.258 0.174 1.319 0.014 0.01 -0.057
Si 38.007 2.677 1.299 -0.005 -0.003 -0.055
Si 35 5.487 1.66 0.02 -0.022 0.013
Si 38.01 8.002 1.287 -0.024 0.022 -0.022
Si 35.262 10.821 1.623 -0.009 -0.027 -0.048
Si 37.89 13.521 1.215 -0.027 -0.021 -0.026
Si 40.846 16.238 1.424 -0.004 0.05 -0.054
Si 43.575 2.466 1.401 -0.009 0.015 -0.066
Si 40.61 5.243 1.24 -0.043 -0.05 -0.089
Si 43.367 8.041 1.672 -0.023 -0.019 -0.039
Si 40.679 10.647 1.531 -0.001 -0.027 -0.012
Si 43.348 13.447 1.771 -0.002 -0.028 -0.055
Si 46.105 16.233 1.786 -0.011 0.031 -0.036
Si 48.97 2.708 1.532 0.025 0.032 -0.056
Si 46.229 5.265 1.345 0.005 -0.013 -0.019
Si 48.811 8.061 1.608 -0.011 0.012 -0.028
Si 46.026 10.903 1.604 0.032 -0.002 -0.082
Si 48.651 13.611 1.125 0.007 -0.01 -0.096
Si 51.469 16.241 1.181 -0.017 -0.013 -0.081
Si 54.364 2.598 1.167 -0.005 0.011 -0.05
Si 51.656 5.314 1.305 -0.011 0.005 -0.059
Si 54.3 8.076 1.133 0.005 -0.026 -0.004
Si 51.444 10.843 1.062 0.021 0.006 -0.06
Si 54.305 13.455 1.292 -0.005 -0.012 -0.051
Si 57.091 16.309 1.201 0 0.014 -0.04
Si 59.91 2.787 1.213 0.014 0.031 -0.029
Si 57.079 5.413 1.281 0.003 0.01 -0.054
Si 59.851 8.137 1.11 0.01 -0.003 -0.049
Si 57.054 10.838 1.172 -0.015 -0.001 -0.064
Si 59.84 13.602 1.106 0.018 -0.021 -0.039
Si 62.615 0.055 1.157 0.003 -0.007 -0.027
Si 0.136 2.761 1.16 0.016 -0.019 -0.044
Si 62.639 5.511 1.106 -0.022 -0.018 -0.033
Si 0.075 8.167 1.381 0.003 -0.029 -0.059
Si 62.601 10.704 1.282 -0.015 0.004 -0.028
Si 0.209 13.483 1.165 -0.003 0.051 -0.038
Si 1.482 1.3 2.455 0.015 -0.003 0.049
Si 4.232 4.107 2.698 0.031 0.014 0.034
Si 1.415 6.764 2.702 -0.003 0.013 0.022
Si 4.174 9.526 2.759 0 0.002 0.053
Si 1.413 12.203 2.701 -0.037 -0.028 0.023
Si 4.153 15.076 2.651 -0.016 0.027 0.021
Si 6.894 1.337 2.607 0.002 -0.004 0.003
Si 9.657 4.164 2.675 -0.015 0.017 0.031
Si 6.927 6.923 2.589 -0.041 -0.032 0.016
Si 9.608 9.556 2.592 0.027 -0.003 -0.004
Si 6.995 12.315 2.698 -0.026 -0.028 0.036
Si 9.593 15.007 2.655 -0.028 0.002 -0.009
Si 12.359 1.33 2.651 0.008 -0.011 -0.007
Si 15.046 4.003 2.869 0.018 -0.002 0.012
Si 12.35 6.854 2.812 -0.007 0.013 0.031
Si 14.983 9.604 2.89 -0.04 -0.019 0.038
Si 12.458 12.283 2.725 -0.019 -0.005 0.056
Si 15.147 14.897 2.696 0 -0.014 0.017
Si 17.777 1.438 2.797 0.005 0.012 0.021
Si 20.442 4.216 2.718 -0.029 -0.046 0.019
Si 17.715 6.937 3.026 -0.029 0.003 0.051
Si 20.496 9.547 2.851 -0.002 -0.026 0.018
Si 17.836 12.334 2.82 -0.017 0.006 0.02
Si 20.555 14.905 2.738 0.024 -0.028 0.013
Si 23.137 1.355 2.634 0.025 0.033 0.022
Si 25.799 4.199 2.792 -0.019 0.005 0.033
Si 23.055 6.839 2.693 0.016 0.031 0.003
Si 25.805 9.512 2.972 0.009 -0.019 0.022
Si 23.072 12.302 2.863 -0.046 0.011 0.033
Si 25.836 15.073 2.841 -0.028 -0.003 0.02
Si 28.524 1.408 2.712 0.02 -0.009 -0.002
Si 31.178 4.03 2.867 0.027 -0.015 0.005
Si 28.433 6.977 2.911 -0.018 0.01 0.037
Si 31.132 9.636 2.783 -0.039 0.008 0.034
Si 28.562 12.255 2.964 0.002 0.012 0.046
Si 31.194 15.06 2.707 -0.039 -0.007 0.026
Si 33.894 1.486 2.721 -0.035 -0.013 0.01
Si 36.573 4.035 2.709 0.016 0.002 -0.01
Si 33.769 6.88 3.01 -0.022 0.007 0.043
Si 36.728 9.422 2.793 0.016 -0.033 0.013
Si 33.867 12.298 2.785 -0.029 0.016 0
Si 36.602 14.978 2.608 0.013 -0.013 -0.01
Si 39.413 1.34 2.669 0.001 -0.02 0.053
Si 42.072 3.913 2.603 0.017 0.019 -0.01
Si 39.309 6.629 2.703 0.013 -0.013 0.002
Si 42.029 9.416 2.974 0.024 0.033 0.038
Si 39.237 12.146 2.707 -0.005 0.03 0.017
Si 42.007 14.91 2.967 0.007 0.013 0.066
Si 44.765 1.305 3.022 -0.006 0.008 0.056
Si 47.604 4.084 2.825 -0.019 0.005 0.019
Si 44.838 6.612 2.782 0.022 0.037 0.024
Si 47.486 9.527 2.852 -0.006 0 0.028
Si 44.723 12.127 3.058 -0.003 -0.032 0.055
Si 47.549 14.809 2.857 0.037 -0.02 0.033
Si 50.312 1.259 2.759 0.007 -0.018 0.041
Si 53.055 3.966 2.626 -0.016 -0.021 0.044
Si 50.296 6.667 2.722 0.027 -0.025 0.016
Si 52.873 9.454 2.461 0.006 0.014 0.019
Si 50.152 12.259 2.468 -0.033 0.005 -0.009
Si 52.888 14.873 2.526 0.027 0.047 0.009
Si 55.722 1.299 2.565 0.012 0.013 0.019
Si 58.472 4.046 2.594 0 -0.019 0.022
Si 55.712 6.811 2.574 -0.006 0.018 0.013
Si 58.501 9.513 2.481 -0.016 -0.009 0.012
Si 55.717 12.144 2.626 0.02 0.005 0.038
Si 58.487 14.932 2.539 0.004 -0.007 0.034
Si 61.277 1.405 2.561 0.008 -0.012 0.009
Si 63.98 4.1 2.487 -0.01 0.004 -0.009
Si 61.235 6.805 2.527 0.013 0.009 0.039
Si 63.981 9.489 2.719 0.008 0.029 0.024
Si 61.213 12.213 2.472 -0.007 0.01 0.016
Si 64.036 14.938 2.434 -0.001 -0.002 0.01
Si 0.083 -0.01 3.851 -0.01 -0.009 -0.005
Si 2.803 2.678 3.915 -0.022 -0.019 -0.029
Si 0.019 5.397 3.966 -0.013 -0.009 0.013
Si 2.789 8.141 4.047 -0.006 0.01 -0.011
Si 0.042 10.878 4.049 -0.006 -0.009 0.01
Si 2.798 13.636 3.967 0.013 0.001 -0.01
Si 5.531 0.049 4.029 0.03 -0.001 0.021
Si 8.253 2.751 3.967 0.002 -0.001 -0.023
Si 5.587 5.513 3.987 0.006 0.024 0.003
Si 8.274 8.219 4.013 0.012 -0.001 -0.011
Si 5.572 10.934 4.023 0.002 0.006 -0.027
Si 8.283 13.666 4.078 0.003 0.023 0.025
Si 10.969 0.023 4.024 0.004 0 0.026
Si 13.654 2.652 4.139 -0.001 -0.015 0.008
Si 10.967 5.478 4.112 -0.001 -0.01 0.004
Si 13.649 8.213 4.208 -0.002 -0.019 0.016
Si 10.994 10.901 3.998 0 0.018 -0.036
Si 13.748 13.641 4.12 0.02 -0.022 0.014
Si 16.422 0.006 4.097 0.008 -0.012 -0.019
Si 19.115 2.821 4.123 -0.005 0.012 0.005
Si 16.367 5.437 4.218 -0.011 0.001 -0.012
Si 19.12 8.273 4.286 0.025 0.015 -0.004
Si 16.43 10.956 4.16 0.009 0.003 -0.031
Si 19.167 13.656 4.187 0.042 0.001 0.022
Si 21.833 0.027 4.098 0.003 0.014 0
Si 24.463 2.74 4.083 -0.014 -0.019 -0.043
Si 21.793 5.486 4.144 -0.022 0.022 0.003
Si 24.398 8.135 4.197 -0.043 -0.009 -0.006
Si 21.787 10.92 4.241 -0.003 -0.017 0.02
Si 24.467 13.681 4.177 -0.005 -0.001 -0.023
Si 27.199 0.093 4.168 0.035 0.005 0.016
Si 29.838 2.688 4.197 -0.007 -0.002 0.031
Si 27.111 5.536 4.216 0.006 -0.01 -0.012
Si 29.854 8.266 4.232 0.019 -0.005 -0.004
Si 27.173 10.902 4.283 0.03 -0.013 -0.02
Si 29.926 13.687 4.196 0.026 0.014 -0.024
Si 32.554 0.077 4.09 -0.008 0.019 -0.004
Si 35.265 2.729 4.145 -0.005 0.031 0.028
Si 32.483 5.421 4.269 -0.015 -0.005 -0.011
Si 35.291 8.175 4.21 0.018 0.035 -0.01
Si 32.52 10.953 4.164 0.005 -0.005 0.009
Si 35.275 13.653 4.084 0 0.027 -0.014
Si 37.994 16.289 4.015 0.007 0.035 -0.015
Si 40.726 2.666 4.09 0.016 -0.018 -0.003
Si 37.933 5.369 4.112 0.006 -0.025 -0.006
Si 40.622 8.004 4.16 -0.027 -0.004 -0.008
Si 37.976 10.83 4.177 0.021 -0.028 0.007
Si 40.59 13.498 4.154 0.004 -0.027 0.007
Si 43.382 16.259 4.3 -0.006 0.001 0.007
Si 46.211 2.714 4.183 -0.001 -0.013 -0.007
Si 43.399 5.29 4.066 -0.016 -0.03 -0.017
Si 46.143 8.071 4.129 -0.016 0.003 -0.024
Si 43.364 10.763 4.331 -0.008 -0.01 0.019
Si 46.164 13.524 4.246 0.004 0.018 0.007
Si 48.932 16.23 4.114 -0.007 0.005 -0.003
Si 51.697 2.647 4.039 -0.003 0.016 0.01
Si 48.949 5.406 4.159 0.03 -0.007 0.038
Si 51.65 8.113 3.97 0.022 0.002 0.016
Si 48.927 10.908 4.034 -0.006 0.035 0.004
Si 51.557 13.531 3.915 -0.026 -0.011 0.003
Si 54.324 16.243 3.879 -0.025 0.001 -0.008
Si 57.102 2.667 3.922 0 0.008 -0.002
Si 54.397 5.398 3.941 -0.001 -0.006 -0.012
Si 57.131 8.16 3.879 0.003 -0.005 0.006
Si 54.299 10.77 3.886 -0.016 -0.004 -0.006
Si 57.117 13.561 3.907 -0.013 -0.003 -0.003
Si 59.873 -0.005 3.87 -0.003 0.005 -0.003
Si 62.64 2.75 3.899 -0.011 0.011 0.035
Si 59.87 5.43 3.899 0.023 -0.003 -0.022
Si 62.575 8.111 3.973 -0.019 -0.012 0.004
Si 59.849 10.876 3.866 0.03 -0.01 -0.001
Si 62.627 13.583 3.81 0.006 0.005 0.005
Si 1.368 14.984 16.226 0.001 0.012 0.002
Si 4.077 1.413 16.297 0.015 0.012 0.008
Si 1.398 4.096 16.206 0.006 0.007 -0.004
Si 4.086 6.814 16.222 0 0.001 -0.005
Si 1.343 9.537 16.177 -0.008 -0.008 -0.005
Si 4.043 12.285 16.208 0 -0.009 -0.009
Si 6.775 15 16.267 0.001 0.022 -0.012
Si 9.47 1.335 16.351 0.001 0.008 0
Si 6.749 4.063 16.305 -0.017 -0.009 0.002
Si 9.506 6.791 16.314 -0.004 0.012 -0.011
Si 6.786 9.539 16.237 -0.004 0.003 -0.019
Si 9.482 12.255 16.327 -0.004 0.008 -0.001
Si 12.162 14.947 16.353 -0.008 -0.001 -0.001
Si 14.889 1.366 16.384 0 0.008 -0.008
Si 12.201 4.073 16.39 0.009 -0.008 -0.004
Si 14.921 6.817 16.423 0 0.004 0.01
Si 12.216 9.533 16.368 -0.003 0.02 -0.001
Si 14.886 12.194 16.396 -0.019 -0.003 0.008
Si 17.654 14.937 16.392 -0.002 -0.011 -0.006
Si 20.449 1.404 16.422 0.02 0.002 0
Si 17.652 4.125 16.387 0.009 -0.003 -0.008
Si 20.374 6.823 16.412 -0.002 0.001 -0.01
Si 17.6 9.518 16.419 -0.013 -0.012 -0.003
Si 20.353 12.254 16.434 -0.005 -0.01 0.004
Si 23.086 15.003 16.4 0.005 -0.007 -0.008
Si 25.832 1.415 16.47 0.003 0.013 -0.012
Si 23.116 4.116 16.501 -0.007 0.002 -0.004
Si 25.81 6.83 16.528 -0.002 -0.006 -0.006
Si 23.08 9.529 16.453 -0.003 -0.008 -0.002
Si 25.807 12.247 16.387 -0.001 0.006 -0.017
Si 28.563 15.02 16.504 0.021 0.001 -0.007
Si 31.229 1.391 16.497 -0.001 0.019 -0.001
Si 28.538 4.119 16.507 0.02 0.015 -0.006
Si 31.278 6.776 16.573 -0.009 -0.004 0.001
Si 28.566 9.529 16.472 -0.015 0.016 -0.006
Si 31.301 12.255 16.544 0.005 0.013 -0.01
Si 34.013 14.939 16.498 0.009 0.002 -0.002
Si 36.676 1.328 16.509 -0.03 -0.01 -0.001
Si 33.961 4.07 16.575 0.012 -0.003 -0.007
Si 36.67 6.777 16.419 -0.004 -0.016 -0.014
Si 33.984 9.546 16.522 0.005 0.013 -0.007
Si 36.692 12.211 16.459 -0.014 -0.022 -0.01
Si 39.436 14.965 16.394 0.006 0 -0.003
Si 42.168 1.317 16.285 -0.012 -0.003 -0.002
Si 39.436 4.052 16.34 0.002 -0.006 -0.006
Si 42.132 6.765 16.281 -0.015 -0.022 -0.011
Si 39.43 9.491 16.39 0.006 0.005 0
Si 42.173 12.226 16.277 0.008 -0.01 -0.007
Si 44.904 14.948 16.244 0.015 -0.004 -0.001
Si 47.648 1.378 16.198 -0.01 -0.012 0
Si 44.909 4.048 16.214 0.002 0.007 -0.007
Si 47.656 6.77 16.173 0.006 -0.006 0.001
Si 44.933 9.526 16.173 0.009 0.011 -0.017
Si 47.594 12.198 16.156 -0.004 -0.012 -0.007
Si 50.373 14.922 16.091 0.018 0.007 -0.023
Si 53.121 1.306 16.112 0.002 0.008 -0.003
Si 50.378 4.103 16.154 0.012 0.004 -0.013
Si 53.073 6.784 16.183 -0.026 -0.014 0.011
Si 50.37 9.493 16.139 0 -0.002 -0.011
Si 53.098 12.175 16.12 -0.014 0.007 -0.004
Si 55.787 14.931 16.144 0.005 0.017 -0.003
Si 58.487 1.32 16.103 0.016 0.001 -0.009
Si 55.793 4.042 16.119 0.017 -0.009 -0.002
Si 58.508 6.766 16.149 0.006 -0.01 0
Si 55.817 9.511 16.138 -0.02 0.004 -0.004
Si 58.48 12.194 16.175 -0.008 -0.012 0.003
Si 61.236 14.887 16.123 -0.004 -0.009 0.002
Si 63.957 1.34 16.168 0 0.013 -0.004
Si 61.183 4.057 16.129 -0.007 -0.016 -0.009
Si 63.943 6.849 16.15 0.005 0.007 0.009
Si 61.18 9.49 16.139 0 0.001 0.002
Si 63.922 12.236 16.152 -0.001 -0.002 -0.01
Si 2.702 0.046 17.622 -0.018 -0.005 0.011
Si 5.391 2.761 17.756 -0.017 0.015 0.008
Si 2.755 5.451 17.595 0.004 0.01 -0.001
Si 5.411 8.204 17.577 0.011 -0.02 0.015
Si 2.626 10.962 17.533 -0.009 0.028 -0.019
Si 5.409 13.628 17.571 -0.008 0.007 -0.003
Si 8.084 -0.008 17.726 0 -0.017 -0.005
Si 10.832 2.677 17.719 -0.009 -0.012 0.009
Si 8.114 5.427 17.628 0.007 -0.014 0.011
Si 10.888 8.122 17.688 -0.003 -0.027 -0.019
Si 8.131 10.854 17.642 -0.001 0.013 0.009
Si 10.774 13.631 17.742 0.002 -0.015 -0.002
Si 13.507 -0.025 17.716 -0.002 0.02 -0.007
Si 16.251 2.772 17.691 -0.004 0 -0.008
Si 13.547 5.447 17.768 0.002 -0.011 0.003
Si 16.253 8.172 17.829 0.018 0.016 0.02
Si 13.497 10.889 17.817 0.003 0.002 0.037
Si 16.278 13.533 17.72 0.027 0.005 -0.027
Si 19.093 -0.027 17.67 -0.001 -0.014 -0.005
Si 21.776 2.753 17.881 -0.011 -0.024 0.008
Si 19.023 5.466 17.763 -0.015 -0.009 -0.013
Si 21.707 8.165 17.806 0.011 -0.015 0.01
Si 18.925 10.91 17.764 0.005 0.017 -0.01
Si 21.77 13.604 17.752 0.011 0.017 0.014
Si 24.404 0.076 17.761 -0.007 0.004 -0.014
Si 27.176 2.77 17.864 -0.019 -0.007 -0.017
Si 24.453 5.464 17.912 0.008 0.012 0.006
Si 27.16 8.247 17.851 0.007 0.02 -0.01
Si 24.479 10.888 17.768 0.004 0.006 -0.016
Si 27.12 13.633 17.725 -0.019 -0.01 -0.004
Si 29.926 0.052 17.916 -0.021 0 0.005
Si 32.536 2.714 17.93 0.003 0.011 0.001
Si 29.894 5.409 17.945 0.002 -0.03 0.021
Si 32.654 8.173 17.906 0.013 -0.012 -0.003
Si 29.948 10.84 17.856 0.005 -0.021 0.007
Si 32.711 13.592 17.918 0.002 -0.025 -0.009
Si 35.314 -0.039 17.929 0.006 0.022 0.008
Si 38.128 2.706 17.75 0.009 -0.004 0.001
Si 35.346 5.479 17.884 -0.006 0.003 -0.012
Si 38.076 8.092 17.743 0.008 0.01 -0.016
Si 35.367 10.877 17.911 0.011 0.01 -0.002
Si 38.045 13.629 17.751 -0.013 0.004 -0.003
Si 40.866 -0.021 17.723 0.004 -0.013 0.002
Si 43.567 2.681 17.574 0.008 -0.007 -0.01
Si 40.804 5.397 17.69 0.018 0.028 0.005
Si 43.542 8.198 17.48 -0.008 0.005 -0.032
Si 40.837 10.89 17.672 -0.012 -0.003 0.004
Si 43.564 13.571 17.608 -0.008 0.009 0.002
Si 46.287 0.023 17.549 -0.002 0.019 0.01
Si 49.011 2.792 17.517 0.004 0.019 0.032
Si 46.28 5.432 17.525 -0.018 -0.012 0.008
Si 49.06 8.111 17.498 0.001 0.019 0.011
Si 46.284 10.845 17.575 -0.013 0.008 0
Si 49.013 13.555 17.414 -0.007 -0.014 -0.007
Si 51.723 -0.034 17.429 -0.011 -0.009 -0.004
Si 54.511 2.621 17.479 0.003 -0.024 -0.007
Si 51.717 5.43 17.565 -0.003 0.023 0.024
Si 54.464 8.171 17.485 0.008 0.013 0.009
Si 51.716 10.857 17.491 -0.005 0.016 0.009
Si 54.45 13.526 17.473 0.003 -0.008 -0.001
Si 57.155 -0.027 17.494 -0.018 0.009 -0.006
Si 59.799 2.685 17.47 -0.021 0.003 0.028
Si 57.13 5.403 17.486 -0.004 -0.012 0.016
Si 59.792 8.175 17.535 -0.002 0.026 0.016
Si 57.114 10.852 17.58 0.031 0.032 0.005
Si 59.872 13.539 17.497 0.033 -0.007 -0.001
Si 62.62 16.221 17.466 0.025 -0.007 -0.027
Si 0.031 2.724 17.527 -0.005 -0.021 0.004
Si 62.531 5.482 17.415 0 -0.007 -0.027
Si 0.037 8.168 17.569 -0.003 -0.001 0.029
Si 62.564 10.838 17.464 0.011 0.015 0.001
Si -0.007 13.591 17.54 -0.01 -0.016 -0.015
Si 1.329 1.402 19.002 0.016 0.004 -0.014
Si 4.028 4.18 19.124 0.029 -0.018 -0.006
Si 1.441 6.825 18.947 -0.011 0.034 -0.023
Si 3.993 9.619 18.823 0.007 0.006 -0.014
Si 1.289 12.279 18.987 0.022 -0.03 0
Si 4.08 14.985 18.949 0.004 0.006 -0.022
Si 6.769 1.381 19.107 0.001 0.009 0.005
Si 9.464 4.081 19.016 -0.006 0.006 -0.036
Si 6.755 6.822 18.935 -0.003 0.019 -0.042
Si 9.513 9.471 18.986 -0.005 0 -0.013
Si 6.736 12.246 18.922 0.008 -0.006 -0.032
Si 9.349 14.904 19.149 -0.007 -0.025 -0.01
Si 12.093 1.235 19.12 -0.011 -0.019 -0.001
Si 14.875 4.062 19.126 0.011 -0.011 0.001
Si 12.207 6.812 19.16 0.014 0.005 0.012
Si 14.853 9.521 19.207 -0.015 -0.001 -0.035
Si 12.094 12.302 19.154 0.015 -0.005 -0.007
Si 14.9 14.9 18.996 -0.029 -0.015 -0.003
Si 17.725 1.407 18.872 0.03 0.01 -0.057
Si 20.404 4.182 19.173 0.019 0.022 -0.013
Si 17.655 6.771 19.145 -0.019 0.013 -0.02
Si 20.269 9.533 19.075 -0.009 -0.01 -0.025
Si 17.56 12.211 19.195 -0.005 -0.036 0
Si 20.403 14.934 19.096 0.007 0.014 -0.043
Si 23.142 1.377 19.272 0.017 0.012 0
Si 25.817 4.074 19.287 -0.008 -0.018 -0.012
Si 23.083 6.875 19.24 -0.009 -0.002 -0.043
Si 25.794 9.613 19.237 -0.003 0.002 -0.024
Si 23.15 12.247 19.108 0.003 0.018 -0.008
Si 25.707 14.978 19.047 0.008 -0.007 -0.034
Si 28.51 1.422 19.253 0.014 0 -0.024
Si 31.178 4.003 19.412 -0.006 0.016 -0.016
Si 28.522 6.889 19.171 0.016 0.017 -0.027
Si 31.334 9.527 19.313 -0.016 0.041 -0.008
Si 28.467 12.236 19.013 -0.007 -0.016 -0.042
Si 31.348 14.988 19.239 0.013 0.053 -0.038
Si 33.812 1.258 19.274 -0.028 -0.051 -0.03
Si 36.79 4.077 19.11 0.012 0.018 -0.026
Si 33.988 6.831 19.325 0.014 0.02 -0.002
Si 36.738 9.397 19.159 -0.025 -0.025 -0.015
Si 34.107 12.296 19.365 0.001 0.001 -0.007
Si 36.782 14.958 19.261 -0.002 -0.029 -0.016
Si 39.56 1.386 19.092 -0.01 0.041 -0.032
Si 42.255 4.039 18.955 0.004 -0.013 -0.033
Si 39.446 6.734 19.09 -0.03 -0.03 -0.045
Si 42.263 9.501 18.932 0.029 0.024 -0.021
Si 39.468 12.281 19.005 0.013 -0.006 -0.042
Si 42.265 14.909 19.04 0.002 -0.003 -0.02
Si 44.93 1.364 18.951 -0.043 -0.003 -0.023
Si 47.644 4.135 18.925 0.049 0 -0.003
Si 44.905 6.863 18.78 -0.006 0.009 -0.021
Si 47.719 9.461 18.845 0.026 -0.016 -0.041
Si 44.919 12.204 18.945 0.012 -0.03 0.004
Si 47.744 14.964 18.754 0.006 0.008 -0.034
Si 50.449 1.422 18.755 -0.001 0.018 -0.039
Si 53.16 3.999 18.769 0.018 -0.029 -0.039
Si 50.374 6.823 18.966 0.011 -0.01 -0.019
Si 53.124 9.547 18.835 0.024 -0.001 -0.003
Si 50.304 12.2 18.816 -0.016 -0.022 -0.031
Si 53.005 14.835 18.745 -0.03 -0.019 -0.031
Si 55.828 1.276 18.935 0.017 0.035 -0.001
Si 58.391 3.987 18.875 -0.017 -0.037 -0.039
Si 55.821 6.821 18.841 0.016 0.018 -0.014
Si 58.394 9.456 18.991 -0.021 -0.022 -0.003
Si 55.796 12.264 18.951 -0.015 0.012 -0.031
Si 58.532 14.939 18.819 -0.009 -0.004 -0.023
Si 61.219 1.273 18.689 -0.017 -0.007 -0.04
Si 63.932 4.182 18.731 0.026 0.014 -0.014
Si 61.178 6.793 18.806 0.013 -0.02 -0.002
Si 63.94 9.565 18.869 0.006 0.017 -0.035
Si 61.161 12.094 18.842 -0.009 -0.012 -0.044
Si 63.927 14.889 18.931 -0.022 0.042 0.013
Si -0.03 -0.054 20.332 0.016 -0.009 0.033
Si 2.624 2.815 20.47 -0.018 -0.019 0.054
Si -0.01 5.462 20.198 0.012 -0.012 0.046
Si 2.744 8.326 20.271 -0.053 -0.022 0.03
Si -0.076 10.932 20.377 -0.043 0.001 0.056
Si 2.687 13.649 20.298 -0.009 0.01 0.07
Si 5.419 -0.036 20.414 -0.028 -0.023 0.053
Si 8.124 2.783 20.45 0.014 0.007 0.075
Si 5.399 5.639 20.436 -0.008 -0.011 0.081
Si 8.165 8.091 20.307 0.027 -0.028 0.034
Si 5.309 10.938 20.207 -0.016 0.024 0.03
Si 8.025 13.427 20.479 0.042 -0.002 0.077
Si 10.64 -0.067 20.561 0.014 0.037 0.055
Si 13.506 2.59 20.412 0.006 0.001 0.016
Si 10.809 5.41 20.421 -0.006 -0.018 0.048
Si 13.534 8.127 20.633 0.01 0.02 0.048
Si 10.731 10.822 20.455 0.021 0.018 0.033
Si 13.528 13.686 20.472 -0.025 0.002 0.05
Si 16.4 -0.036 20.096 0.021 -0.026 0.032
Si 19.01 2.728 20.331 -0.01 -0.024 0.071
Si 16.283 5.407 20.502 -0.003 0.005 0.04
Si 18.958 8.193 20.506 -0.028 0.012 0.048
Si 16.158 10.903 20.628 -0.006 0.01 0.059
Si 19.013 13.567 20.442 0.021 0.012 0.063
Si 21.757 -0.061 20.528 0.006 -0.025 0.041
Si 24.527 2.659 20.75 0 -0.053 0.038
Si 21.735 5.503 20.636 -0.013 -0.019 0.033
Si 24.393 8.328 20.621 -0.006 -0.011 0.057
Si 21.684 10.892 20.326 0.003 0.008 0.028
Si 24.448 13.659 20.506 -0.014 -0.005 0.064
Si 27.071 -0.041 20.384 -0.023 0.006 0.035
Si 29.756 2.633 20.871 -0.015 0.009 0.065
Si 27.134 5.603 20.525 -0.031 -0.008 0.022
Si 29.852 8.189 20.613 0.009 -0.002 0.051
Si 27.126 11.064 20.535 -0.031 -0.015 0.06
Si 29.85 13.569 20.283 -0.012 0.02 0.018
Si 32.52 -0.079 20.911 0.024 0.015 0.05
Si 35.298 2.715 20.296 0.001 0.02 0.017
Si 32.529 5.508 20.682 -0.015 -0.003 0.024
Si 35.471 8.096 20.731 0.006 -0.013 0.02
Si 32.746 10.893 20.712 -0.004 -0.009 0.024
Si 35.507 13.662 20.811 0.002 0.008 0.029
Si 38.233 0.056 20.495 -0.007 0.002 0.048
Si 41.025 2.682 20.426 0.022 -0.025 0.041
Si 38.208 5.323 20.566 0.027 0.007 0.041
Si 40.934 8.118 20.258 0.012 -0.017 0.045
Si 38.192 10.815 20.297 0.015 -0.003 0.038
Si 40.821 13.614 20.395 0.004 0.046 0.053
Si 43.705 -0.083 20.37 0.01 -0.002 0.055
Si 46.274 2.778 20.272 -0.027 0.023 0.075
Si 43.602 5.53 20.152 -0.019 0.007 0.05
Si 46.267 8.172 20.13 -0.005 -0.007 0.027
Si 43.531 10.867 20.372 -0.008 0.014 0.017
Si 46.455 13.573 20.088 -0.009 -0.008 0.056
Si 49.069 0.09 20.043 -0.005 -0.005 0.07
Si 51.856 2.674 20.165 0.006 -0.021 0.047
Si 48.905 5.552 20.358 -0.049 0.007 0.062
Si 51.897 8.147 20.245 -0.011 -0.029 0.029
Si 49.106 10.749 20.231 0.007 0.001 0.071
Si 51.566 13.617 20.163 0.006 0.015 0.057
Si 54.432 16.07 20.064 0.069 -0.003 0.017
Si 57.115 2.63 20.439 0.018 0.009 0.071
Si 54.525 5.355 20.076 0.02 -0.02 0.026
Si 57.008 8.126 20.423 -0.015 -0.018 0.066
Si 54.314 10.993 20.269 -0.031 0.021 0.048
Si 57.297 13.56 20.265 0.003 -0.018 0.018
Si 59.909 -0.019 20.133 -0.005 -0.017 0.053
Si 62.555 2.728 19.883 0.005 0.003 -0.005
Si 59.752 5.456 20.09 -0.028 0.025 0.015
Si 62.584 8.124 20.122 0.01 0.025 0.049
Si 59.827 10.752 20.309 0.033 0.004 0.03
Si 62.525 13.442 20.169 0.028 -0.04 0.065
Si 1.652 15.252 21.675 -0.23 -0.138 -0.768
Si 3.843 1.189 21.644 0.16 0.168 -0.79
Si 0.83 3.864 21.694 0.45 0.189 -0.639
Si 4.397 7.438 21.669 0.039 -0.142 -0.659
Si 1.131 9.379 21.642 0.188 0.251 -0.707
Si 4.171 12.43 21.639 -0.14 -0.154 -0.754
Si 6.437 14.589 21.745 0.18 0.187 -0.746
Si 9.66 1.677 21.887 -0.235 -0.219 -0.742
Si 7 4.457 21.667 -0.073 -0.104 -0.806
Si 9.275 6.578 21.781 0.109 0.166 -0.73
Si 6.696 9.514 21.388 -0.007 -0.046 -0.408
Si 8.962 11.642 21.812 0.112 0.198 -0.725
Si 12.064 14.912 21.87 -0.049 -0.006 -0.695
Si 15.22 1.363 21.444 -0.324 -0.055 -0.656
Si 11.969 3.809 21.688 0.132 0.062 -0.71
Si 15.168 6.924 21.909 -0.207 -0.104 -0.744
Si 12.315 9.77 21.846 -0.081 -0.211 -0.744
Si 14.497 12.083 21.9 0.242 0.095 -0.707
Si 17.922 15.293 21.541 -0.041 -0.198 -0.765
Si 20.137 1.172 21.635 0.203 0.115 -0.717
Si 17.368 3.682 21.682 0.214 0.327 -0.669
Si 20.62 7.209 21.852 -0.078 -0.154 -0.717
Si 17.311 9.24 21.846 0.094 0.158 -0.739
Si 20.55 12.333 21.72 -0.3 -0.073 -0.66
Si 22.76 14.582 21.869 0.215 0.319 -0.792
Si 25.92 1.133 22.038 -0.256 0.116 -0.734
Si 23.364 4.343 21.933 -0.314 -0.277 -0.693
Si 25.522 6.711 21.87 0.275 0.237 -0.687
Si 22.769 9.544 21.858 0.283 0.038 -0.601
Si 26.112 12.738 21.897 -0.027 -0.137 -0.635
Si 28.426 14.85 21.584 -0.029 -0.032 -0.418
Si 30.632 0.755 22.23 0.152 0.189 -0.632
Si 28.611 4.481 21.909 -0.105 -0.307 -0.65
Si 30.906 6.645 22.056 0.277 0.211 -0.694
Si 28.72 9.911 21.753 -0.241 -0.303 -0.693
Si 30.989 12.124 21.668 0.344 0.068 -0.677
Si 34.381 15.338 22.202 -0.406 -0.526 -0.548
Si 36.574 1.293 21.58 0.229 0.123 -0.682
Si 34.189 4.221 21.679 -0.324 -0.179 -0.637
Si 36.609 6.336 21.959 0.348 0.487 -0.554
Si 34.431 9.792 22.033 -0.376 -0.354 -0.599
Si 36.819 11.928 21.789 0.103 0.387 -0.617
Si 39.884 15.287 21.802 -0.22 -0.156 -0.677
Si 42.238 1.126 21.734 0.209 0.215 -0.657
Si 39.91 4.208 21.794 -0.222 -0.148 -0.634
Si 42.053 6.547 21.578 0.127 0.185 -0.692
Si 39.795 9.662 21.536 -0.109 -0.049 -0.672
Si 41.9 11.976 21.654 0.115 0.062 -0.644
Si 45.42 15.069 21.498 -0.272 -0.08 -0.658
Si 47.499 1.131 21.389 0.109 0.236 -0.719
Si 45.133 4.466 21.491 0.004 -0.236 -0.642
Si 47.248 6.759 21.706 0.351 0.086 -0.623
Si 45.253 9.766 21.501 -0.392 -0.237 -0.552
Si 47.558 12.008 21.413 0.314 0.219 -0.642
Si 50.592 15.368 21.424 -0.109 -0.252 -0.727
Si 53.043 1.021 21.413 0.128 0.247 -0.635
Si 50.584 4.263 21.326 -0.248 -0.176 -0.689
Si 52.96 6.388 21.431 0.338 0.455 -0.622
Si 50.729 9.646 21.565 -0.156 -0.101 -0.685
Si 52.634 12.117 21.564 0.241 0.086 -0.729
Si 55.843 14.837 21.525 0.029 0.013 -0.686
Si 58.956 1.591 21.542 -0.395 -0.116 -0.698
Si 55.965 4.351 21.637 -0.122 -0.329 -0.698
Si 58.282 6.49 21.619 0.081 0.27 -0.741
Si 55.448 9.521 21.658 0.07 -0.212 -0.725
Si 58.809 12.375 21.664 -0.274 -0.223 -0.726
Si 60.965 14.619 21.373 0.079 0.176 -0.84
Si 63.942 1.593 21.329 -0.021 -0.261 -0.684
Si 61.047 3.891 21.174 -0.011 0.121 -0.691
Si 64.216 7.121 21.443 -0.13 -0.178 -0.819
Si 61.382 9.486 21.548 -0.252 -0.146 -0.707
Si 63.454 11.885 21.677 0.31 0.203 -0.712
Si 0.864 10.439 28.499 -0.104 -0.077 0.096
Si 5.582 2.646 23.834 0.056 0.061 -0.243
Si 3.216 7.027 24.524 0.018 -0.024 -0.017
Si 8.028 9.435 25.551 -0.046 0.051 0.103
Si 60.275 0.877 28.979 -0.028 -0.037 -0.107
Si 8.09 13.549 31.136 0.037 -0.102 0.077
Si 8.225 1.272 24.74 0.148 0.063 -0.096
Si 13.669 5.127 24.044 0.096 0.013 -0.144
Si 6.945 12.362 25.713 -0.07 -0.014 -0.021
Si 10.52 8.405 24.079 0.046 -0.169 -0.101
Si 8.309 12.401 28.383 0.063 -0.036 -0.036
Si 11.072 12.888 26.988 -0.022 -0.001 -0.046
Si 18.307 5.333 26.585 -0.077 0.07 -0.04
Si 22.563 3.831 24.992 -0.034 0.045 -0.071
Si 12.114 6.812 26.252 0.029 0.029 0.002
Si 19.17 9.48 26.295 0.055 -0.002 -0.023
Si 10.573 5.028 28.351 0.103 -0.066 0.112
Si 10.518 13.285 23.85 0.018 -0.018 -0.003
Si 17.992 12.68 28.298 0.054 0.074 0.081
Si 24.18 11.367 24.094 -0.113 0.075 -0.107
Si 20.126 7.038 24.783 -0.053 -0.054 -0.044
Si 22.841 6.738 26.014 0.009 -0.066 -0.048
Si 15.046 12.922 27.382 0.052 0.022 0.016
Si 17.669 13.939 24.22 0.178 0.026 0.036
Si 24.436 15.596 24.242 0.094 0.077 -0.146
Si 31.798 2.15 27.685 -0.118 -0.002 0.089
Si 28.283 4.136 30.334 -0.034 -0.057 0.138
Si 30.622 7.721 24.965 -0.079 -0.116 -0.116
Si 21.908 6.747 28.998 -0.003 -0.029 0.088
Si 26.344 13.774 26.025 -0.049 0.043 -0.006
Si 30.136 1.481 25.084 0.236 -0.138 -0.009
Si 34.375 4.039 24.555 0.043 -0.075 -0.133
Si 28.814 10.194 24.656 0.017 0.068 -0.149
Si 33.47 4.442 27.218 -0.028 -0.041 0.036
Si 29.419 6.687 29.033 -0.012 -0.044 0.107
Si 40.466 10.258 28.342 0.066 0.096 -0.015
Si 32.662 9.898 28.673 0.104 0.026 0.074
Si 40.732 0.762 28.898 0.108 -0.018 0.018
Si 36.292 5.325 27.767 0.003 0.02 -0.026
Si 39.761 6.245 25.819 0.108 0.077 -0.088
Si 39.61 8.834 24.35 0.019 -0.088 -0.005
Si 40.037 14.858 24.781 0.014 -0.017 -0.08
Si 36.769 2.034 24.492 -0.065 -0.052 -0.071
Si 50.149 14.929 24.415 0.013 0.185 -0.073
Si 42.44 6.77 29.49 0.034 -0.007 -0.02
Si 39.45 3.325 24.838 0.095 -0.007 -0.064
Si 42.475 12.923 24.569 -0.058 0.076 -0.096
Si 42.142 7.385 24.474 -0.117 0.004 -0.079
Si 42.729 4.723 31.317 0.009 -0.057 0.148
Si 51.391 0.964 25.742 0.161 0.021 0.103
Si 44.127 2.668 23.665 -0.032 -0.012 -0.055
Si 45.509 8.85 26.737 0.051 0.064 0.058
Si 47.496 11.808 24.287 0.015 0.02 -0.062
Si 55.959 1.15 26.346 0.08 -0.062 -0.069
Si 49.272 4.704 30.334 0.059 0.032 -0.002
Si 53.899 4.897 23.78 0.058 0.097 -0.146
Si 46.589 8.842 23.872 -0.054 -0.033 -0.192
Si 53.946 8.849 24.255 -0.076 -0.053 -0.005
Si 54.933 0.303 23.53 -0.013 -0.031 -0.15
Si 63.864 3.553 29.115 0.056 -0.135 -0.001
Si 55.11 6.538 25.967 -0.06 0.008 -0.1
Si 62.579 5.495 23.46 -0.005 0.038 -0.004
Si 49.85 5.729 25.787 0.037 0.143 -0.064
Si 57.305 10.841 23.839 0.047 0.029 -0.054
Si 57.288 5.18 27.338 -0.01 -0.078 -0.079
Si 60.336 11.969 25.944 0.167 0.013 0.008
Si 59.348 14.669 26.116 0.103 -0.018 0.066
Si 2.598 1.969 28.263 -0.115 0.064 -0.071
Si -0.16 4.383 24.52 0.002 -0.008 -0.277
Si 1.52 13.91 24.535 0.082 0.006 0.014
Si 64.093 9.487 26.256 -0.087 0 -0.03
Si 4.614 4.781 25.72 0.094 0.082 -0.131
Si 62.121 15.386 27.545 -0.149 0.069 -0.021
Si 6.202 8.424 30.464 -0.035 -0.017 0.054
Si 62.714 9.9 28.686 0.105 -0.071 0.081
Si 4.32 8.34 28.252 -0.069 -0.009 -0.021
Si 63.135 12.017 24.688 0.01 0.058 -0.106
Si 0.08 1.013 29.017 -0.013 0.089 -0.062
Si 0.51 7.12 25.872 0.073 0.013 -0.027
Si 12.459 3.436 30.246 -0.052 0.068 0.008
Si 6.71 1.743 28.762 -0.068 -0.054 0.102
Si 4.738 3.971 28.674 0.09 -0.145 0.034
Si 5.763 7.39 25.865 -0.012 -0.002 0.005
Si 18.386 14.899 30.395 -0.004 0.139 0.034
Si 14.813 2.427 25.237 0.007 0.075 -0.071
Si 18.497 3.171 28.516 -0.063 -0.07 -0.055
Si 15.987 1.675 27.901 0.126 -0.088 -0.028
Si 13.2 14.745 28.467 0.007 -0.092 0.042
Si 8.613 9.386 28.683 0.015 -0.006 0.028
Si 13.796 0.054 23.766 0.039 -0.03 0.006
Si 20.405 2.067 24.575 -0.039 -0.022 -0.073
Si 26.3 4.232 26.087 0.025 0.038 0.117
Si 17.943 2.826 31.366 -0.02 -0.025 0
Si 21.541 10.518 27.984 0.007 -0.008 0.103
Si 17.136 7.868 27.938 0.027 -0.043 0.078
Si 21.154 15.555 31.15 -0.016 0.032 0.101
Si 22.722 1.11 26.08 -0.121 0.099 -0.088
Si 19.793 14.308 26.377 -0.052 -0.041 0.017
Si 25.602 6.813 24.898 -0.002 -0.104 -0.08
Si 29.191 8.413 31.509 -0.067 -0.062 0.071
Si 25.557 3.824 29.079 -0.056 -0.003 0.014
Si 25.429 0.965 30.22 -0.078 0.114 0.159
Si 24.819 13.293 28.509 -0.043 0.029 -0.066
Si 33.951 0.019 27.886 0.148 -0.049 0.021
Si 28.128 6.476 26.344 0.08 -0.03 -0.097
Si 32.421 12.083 26.815 0.133 0.044 0.052
Si 29.365 14.95 29.257 0.01 -0.041 -0.027
Si 32.111 7.154 27.55 -0.122 0.03 -0.054
Si 30.653 12.719 24.56 -0.15 -0.12 -0.085
Si 37.106 3.669 29.969 0.084 0.114 0.232
Si 36.919 7.764 29.248 -0.071 0.046 0.022
Si 51.446 5.085 28.22 -0.072 0.048 -0.038
Si 37.805 11.255 24.575 -0.032 -0.032 -0.237
Si 29.838 1.545 30.064 0.075 0.092 0.145
Si 37.49 13.894 26.063 0.063 0.089 0.024
Si 43.979 11.878 29.131 0.081 -0.05 0.08
Si 42.99 10.831 26.634 0.089 0.009 0.119
Si 41.151 1.114 26.003 0.087 0.012 0.091
Si 37.223 9.846 31.167 -0.068 -0.024 0.023
Si 46.38 0.273 28.511 -0.094 -0.07 0.003
Si 41.567 12.225 30.606 -0.051 -0.084 -0.03
Si 43.685 6.75 26.882 0.105 -0.031 -0.052
Si 47.37 15.837 25.732 0 -0.087 -0.129
Si 45.267 13.874 24.428 0.157 -0.053 -0.075
Si 43.501 1.141 27.812 -0.04 -0.065 -0.014
Si 47.09 2.058 24.038 0.001 -0.006 -0.101
Si 47.496 4.137 26.091 -0.088 -0.002 -0.026
Si 48.019 2.707 28.638 0.006 0.014 0.027
Si 56.016 7.668 30.7 0.076 0.003 0.193
Si 54.155 13.738 23.649 0.094 0.031 -0.143
Si 49.977 12.655 25.892 -0.08 -0.158 -0.037
Si 50.397 0.899 28.474 -0.064 -0.02 -0.095
Si 58.049 7.846 28.503 0.003 0.019 -0.045
Si 58.829 9.177 25.761 -0.04 -0.011 -0.026
Si 50.768 8.309 24.329 0.14 0.086 -0.07
Si 55.251 15.398 28.514 0.039 0.036 0.213
Si 52.654 2.459 27.866 0.099 -0.086 -0.149
Si 59.645 0.823 24.43 0.119 -0.015 -0.124
Si 55.449 3.159 28.344 0.03 0.002 0.042
Si 64.138 14.777 25.531 -0.053 -0.052 -0.041
Si 57.861 12.005 29.973 -0.034 0.069 0.077
Si 61.861 13.664 31.248 -0.043 0.066 -0.112
Si 61.896 12.612 28.579 -0.025 -0.026 -0.016
Si 62.433 0.003 23.514 -0.051 0.015 0.052
Si 2.328 11.165 23.919 -0.019 -0.009 -0.161
Si 4.303 13.635 26.051 -0.131 0.055 -0.056
Si 4.609 -0.057 27.799 -0.069 -0.033 0.107
Si 61.564 2.749 30.796 0.125 0.035 -0.029
Si -0.655 10.381 30.809 -0.101 0.021 0.175
Si 64.551 15.313 31.029 -0.082 0.029 0.091
Si 0.143 2.704 26.854 -0.007 -0.058 0.064
Si 11.475 0.8 28.854 0.007 0.025 0.064
Si 5.15 5.703 31.122 0.036 0.007 0.22
Si 3.255 11.013 26.903 -0.036 -0.039 -0.087
Si 5.01 0.299 30.73 0.065 -0.004 -0.018
Si 8.177 14.806 24.328 -0.145 -0.035 -0.09
Si 9.866 16.104 31.133 0.05 0.014 -0.01
Si 14.904 13.653 24.68 -0.056 -0.044 -0.225
Si 9.388 2.28 27.4 -0.041 -0.08 0.006
Si 12.824 7.715 31.127 -0.019 0.223 0.063
Si 12.833 11.185 28.602 -0.041 0.043 0.074
Si 9.934 7.186 30.227 -0.081 0.065 0.125
Si 17.621 3.11 24.597 0.074 0.123 -0.138
Si 22.638 4.095 30.079 0.083 -0.066 0.099
Si 13.993 8.248 28.391 0.063 0.022 -0.049
Si 19.24 7.781 30.158 -0.034 -0.133 0.128
Si 13.08 12.886 30.944 0.078 -0.022 0.023
Si 14.954 2.089 30.525 -0.065 -0.016 0.119
Si 18.547 0.382 27.997 -0.086 -0.059 0.02
Si 22.528 12.971 26.413 0.204 -0.012 -0.113
Si 22.552 1.066 29.246 0.107 0.108 0.031
Si 18.713 11.129 23.87 0.089 -0.047 -0.073
Si 19.558 10.89 30.176 -0.011 0.13 0.115
Si 24.546 10.138 28.581 -0.107 -0.018 0.042
Si 34.37 13.54 30.882 0.099 0.084 0.122
Si 26.671 14.667 30.316 0.038 -0.104 0.141
Si 26.165 10.552 26.038 0 0.115 -0.005
Si 27.589 2.84 24.03 -0.176 0.008 -0.063
Si 23.955 8.256 30.914 0.011 0.031 0.087
Si 34.849 10.982 27.402 0.082 -0.066 0.046
Si 32.151 13.989 29.057 0.064 -0.017 0.034
Si 34.924 4.243 31.725 -0.017 0.126 0.101
Si 36.137 6.416 24.918 0.09 -0.163 -0.097
Si 31.539 10.401 31.465 0.037 0.023 0.146
Si 35.222 9.394 24.898 -0.095 0.089 -0.206
Si 37.573 10.495 28.35 0.056 -0.162 0.068
Si 29.235 14.99 26.075 -0.029 -0.068 0.077
Si 44.414 3.761 26.603 0.083 -0.122 -0.108
Si 39.751 7.2 28.855 -0.062 -0.013 -0.048
Si 35.265 15.582 25.091 -0.16 0.156 -0.091
Si 39.5 14.542 30.369 -0.076 0.088 0.056
Si 36.301 0.795 29.913 -0.16 0.136 0.138
Si 36.978 14.315 29.135 -0.064 -0.065 0.147
Si 50.26 14.138 28.572 0.037 -0.069 0.077
Si 40.712 2.327 31.263 0.034 -0.058 0.077
Si 44.085 9.19 30.655 0.025 0.033 0.071
Si 46.615 12.071 30.385 -0.091 -0.133 0.073
Si 47.98 14.679 30.317 0.073 0.232 0.036
Si 47.141 8.411 31.053 0.002 -0.071 0.203
Si 51.087 3.485 24.105 0.121 0.181 -0.099
Si 50.372 9.934 26.779 -0.063 -0.052 -0.014
Si 47.809 9.795 28.673 -0.082 -0.071 0.036
Si 50.546 7.283 31.028 0.054 -0.061 0.181
Si 55.045 12.315 28.525 0.017 0.027 0.019
Si 56.121 2.224 31.039 0.043 0.091 -0.008
Si 53.89 6.974 28.889 -0.039 0 -0.007
Si 51.941 9.144 29.045 0.122 0.091 0.055
Si 52.269 12.097 29.991 0 0.041 0.009
Si 60.33 7.493 23.819 0.058 -0.005 -0.255
Si 53.935 -0.006 31.037 -0.102 0.014 0.003
Si 58.694 2.363 26.732 -0.034 0.08 0.02
Si 59.843 9.649 29.967 -0.062 0.013 0.268
Si -0.127 5.743 30.828 0.017 0.055 0.111
Si 1.519 7.493 28.787 -0.044 -0.09 0.091
Si 54.969 11.563 25.549 0.049 -0.131 -0.056
Si 58.15 14.889 28.883 -0.045 0.004 -0.035
Si 1.405 14.98 5.294 0.001 0.014 0.002
Si 4.148 1.393 5.355 0 0.017 0.011
Si 1.417 4.034 5.284 0.018 -0.003 0.005
Si 4.177 6.801 5.374 0.005 -0.017 0.002
Si 1.422 9.516 5.373 -0.003 -0.001 0.01
Si 4.172 12.29 5.342 -0.017 -0.015 0.012
Si 6.873 14.998 5.396 -0.004 -0.002 0.006
Si 9.6 1.399 5.37 -0.006 -0.006 -0.007
Si 6.902 4.112 5.35 -0.009 0.01 -0.001
Si 9.581 6.84 5.423 0 0.005 0.007
Si 6.901 9.556 5.384 0.004 0.004 0.007
Si 9.645 12.27 5.39 0.008 -0.012 -0.003
Si 12.323 14.994 5.423 0.006 0.006 -0.004
Si 15.029 1.32 5.487 0.006 -0.006 0.012
Si 12.311 4.082 5.456 -0.002 0.021 0
Si 15.006 6.825 5.536 0.022 0.022 0.016
Si 12.259 9.569 5.488 -0.005 0.005 0.002
Si 15.053 12.287 5.518 0.002 0.009 -0.001
Si 17.772 15.015 5.508 -0.011 0.008 -0.004
Si 20.454 1.402 5.46 0.002 0.008 -0.015
Si 17.747 4.102 5.55 -0.003 -0.019 -0.001
Si 20.456 6.832 5.559 0.006 -0.007 0.001
Si 17.734 9.615 5.589 0.005 0.004 0.025
Si 20.433 12.272 5.589 -0.013 -0.003 0.008
Si 23.141 15.03 5.551 -0.006 0 -0.007
Si 25.826 1.437 5.516 -0.008 0.007 0.001
Si 23.128 4.094 5.497 0.014 -0.006 -0.003
Si 25.757 6.826 5.604 -0.001 0.003 0.001
Si 23.13 9.548 5.581 -0.009 -0.002 0.015
Si 25.807 12.306 5.565 -0.022 -0.007 0.012
Si 28.534 15.024 5.539 0 -0.003 0.005
Si 31.22 1.364 5.548 0.007 -0.003 0.011
Si 28.499 4.126 5.522 0.01 0.019 -0.003
Si 31.164 6.834 5.584 -0.009 0.017 0.018
Si 28.52 9.569 5.643 0 -0.003 0.009
Si 31.233 12.308 5.578 -0.015 -0.006 0.006
Si 33.919 15.01 5.463 -0.031 -0.024 -0.009
Si 36.639 1.322 5.442 0.011 -0.027 -0.018
Si 33.923 4.079 5.55 0.011 -0.004 -0.007
Si 36.623 6.756 5.523 0.004 -0.011 -0.007
Si 33.915 9.575 5.516 -0.033 -0.021 -0.013
Si 36.595 12.242 5.476 0.003 0.01 -0.021
Si 39.275 14.925 5.474 0.021 -0.003 -0.002
Si 42.017 1.338 5.555 0.009 0.005 0.008
Si 39.338 4.023 5.452 0.011 0.015 -0.016
Si 42.052 6.672 5.462 0.017 0.011 -0.001
Si 39.324 9.444 5.519 0.024 -0.001 0.004
Si 41.986 12.191 5.554 0.008 0.017 0.02
Si 44.801 14.905 5.566 0.014 0.004 0.03
Si 47.571 1.296 5.459 -0.002 -0.016 0.024
Si 44.785 4.029 5.496 0.006 -0.004 -0.01
Si 47.559 6.771 5.472 0 0.011 -0.001
Si 44.79 9.385 5.548 0.018 -0.006 0.019
Si 47.571 12.165 5.499 0.01 -0.01 0.015
Si 50.305 14.871 5.406 0.012 0 0.007
Si 53.059 1.279 5.345 0.009 -0.013 0.003
Si 50.324 3.996 5.413 0.005 -0.012 0.018
Si 53.036 6.756 5.31 0.001 -0.011 -0.001
Si 50.297 9.493 5.337 -0.01 0.005 0.001
Si 52.974 12.173 5.249 0.004 0.013 0.017
Si 55.729 14.911 5.244 -0.005 0.002 0.003
Si 58.496 1.319 5.256 0.001 0 0.009
Si 55.773 4.048 5.291 0 -0.008 0.006
Si 58.496 6.792 5.245 0.003 0.005 0.008
Si 55.736 9.477 5.251 -0.008 -0.002 -0.01
Si 58.492 12.212 5.253 0.007 0.017 0.01
Si 61.26 14.944 5.2 -0.002 -0.009 -0.008
Si 63.999 1.356 5.231 0.012 -0.007 0.001
Si 61.242 4.075 5.261 0.001 0 0.006
Si 63.948 6.763 5.325 -0.014 0.005 0.008
Si 61.206 9.52 5.262 -0.007 0.012 0.01
Si 63.929 12.267 5.298 -0.007 0.026 0.006
Si 2.771 0.009 6.676 0.007 -0.013 -0.004
Si 5.507 2.763 6.705 -0.004 -0.007 -0.002
Si 2.777 5.414 6.666 0.005 -0.003 -0.007
Si 5.52 8.187 6.729 -0.005 -0.002 -0.006
Si 2.796 10.906 6.689 0.001 0.003 -0.005
Si 5.51 13.628 6.738 0.001 0.007 -0.002
Si 8.237 0.041 6.741 -0.02 0.001 -0.001
Si 10.929 2.736 6.792 0.005 0.001 -0.002
Si 8.223 5.461 6.76 0.014 -0.007 -0.001
Si 10.915 8.186 6.822 -0.013 0.002 0.005
Si 8.254 10.914 6.748 0.003 -0.003 -0.003
Si 10.968 13.624 6.784 0.005 -0.005 -0.002
Si 13.648 0.004 6.846 0.002 -0.003 -0.007
Si 16.366 2.714 6.857 -0.003 -0.009 -0.004
Si 13.641 5.443 6.854 0.004 -0.011 -0.007
Si 16.367 8.195 6.887 0.006 -0.004 -0.008
Si 13.653 10.918 6.837 -0.005 -0.004 -0.008
Si 16.395 13.654 6.873 0.019 -0.01 -0.01
Si 19.1 0.063 6.871 -0.009 0 -0.005
Si 21.779 2.745 6.874 0.002 -0.005 -0.012
Si 19.086 5.472 6.909 -0.003 0.005 -0.001
Si 21.782 8.19 6.943 -0.002 0.003 -0.009
Si 19.072 10.945 6.965 -0.007 0.012 0
Si 21.793 13.654 6.918 -0.007 -0.012 -0.005
Si 24.5 0.059 6.906 0.003 0.001 0.001
Si 27.168 2.772 6.912 -0.004 0.002 -0.01
Si 24.445 5.435 6.937 0.002 -0.005 -0.004
Si 27.146 8.185 6.954 -0.001 0.003 -0.005
Si 24.482 10.921 6.935 0.008 -0.007 -0.005
Si 27.184 13.655 6.915 0.006 0.009 -0.015
Si 29.885 0.022 6.934 0.007 -0.008 0.003
Si 32.572 2.724 6.913 0 0.001 -0.001
Si 29.833 5.464 6.937 0.001 -0.005 0.004
Si 32.578 8.188 6.896 0.008 -0.012 -0.009
Si 29.888 10.941 6.959 0 0.003 -0.004
Si 32.612 13.652 6.903 -0.003 0.005 0.006
Si 35.282 0.006 6.856 0.011 0.003 -0.011
Si 37.985 2.674 6.831 0.009 -0.002 0.007
Si 35.276 5.426 6.91 -0.009 0.002 0.007
Si 37.966 8.118 6.892 -0.002 0.018 -0.003
Si 35.26 10.912 6.893 -0.006 0.014 0.003
Si 37.945 13.581 6.864 -0.001 0.006 -0.002
Si 40.65 16.272 6.858 0.002 0.004 -0.002
Si 43.429 2.683 6.868 -0.011 -0.013 -0.011
Si 40.688 5.365 6.849 -0.007 -0.001 -0.007
Si 43.401 8.04 6.854 0.009 0.001 -0.001
Si 40.669 10.805 6.896 -0.001 -0.001 -0.002
Si 43.405 13.542 6.871 -0.012 0.002 -0.006
Si 46.191 -0.029 6.841 -0.005 -0.001 -0.002
Si 48.95 2.659 6.779 0.005 -0.007 -0.008
Si 46.171 5.406 6.809 -0.015 0.026 -0.012
Si 48.943 8.155 6.752 -0.016 0.01 0.008
Si 46.187 10.793 6.825 -0.002 -0.012 -0.007
Si 48.939 13.551 6.797 -0.003 0.004 -0.004
Si 51.689 16.253 6.713 -0.008 0.005 0.006
Si 54.425 2.676 6.66 -0.001 0.003 -0.004
Si 51.686 5.405 6.703 0.001 -0.002 0
Si 54.419 8.109 6.647 0.004 -0.005 -0.005
Si 51.668 10.84 6.687 0.001 -0.004 -0.015
Si 54.371 13.542 6.604 -0.012 -0.003 -0.009
Si 57.118 16.276 6.603 -0.007 0.012 -0.013
Si 59.869 2.694 6.603 0.006 0.004 0.003
Si 57.153 5.416 6.622 -0.001 -0.002 0.001
Si 59.849 8.15 6.619 0.01 -0.002 -0.007
Si 57.111 10.852 6.601 -0.01 0.004 -0.01
Si 59.884 13.584 6.579 0.007 -0.006 -0.01
Si 62.612 -0.01 6.582 0.004 0.001 -0.008
Si 0.055 2.692 6.649 -0.005 -0.003 -0.01
Si 62.581 5.412 6.665 0 -0.005 0.004
Si 0.036 8.138 6.679 0.002 -0.003 0.004
Si 62.572 10.877 6.631 0 0 0.001
Si 0.035 13.62 6.65 -0.006 -0.012 -0.005
Si 1.408 1.359 8.036 0.001 0.005 0.007
Si 4.13 4.094 8.068 -0.008 -0.001 0.006
Si 1.412 6.783 8.027 -0.009 -0.002 -0.007
Si 4.141 9.546 8.069 0.001 0.012 0.001
Si 1.401 12.258 8.019 0.004 0.014 0.005
Si 4.123 14.982 8.063 -0.004 -0.003 0.006
Si 6.852 1.394 8.081 0.011 0.006 -0.002
Si 9.568 4.103 8.139 -0.005 0.006 0.001
Si 6.853 6.821 8.109 -0.009 -0.011 0.001
Si 9.558 9.55 8.16 0.002 -0.009 -0.001
Si 6.866 12.262 8.096 -0.003 0.004 0
Si 9.577 14.986 8.118 0.006 0.005 -0.008
Si 12.279 1.382 8.177 0 -0.008 -0.004
Si 14.999 4.082 8.212 0.008 0.011 -0.006
Si 12.27 6.816 8.184 -0.008 -0.001 -0.002
Si 14.985 9.549 8.22 0.001 -0.004 -0.001
Si 12.293 12.274 8.189 0.002 0.009 -0.001
Si 15.002 14.984 8.225 -0.009 0.001 -0.001
Si 17.717 1.384 8.246 -0.003 0 0.001
Si 20.428 4.098 8.261 -0.007 -0.003 -0.005
Si 17.713 6.829 8.255 0.006 0.007 0.002
Si 20.42 9.55 8.295 -0.011 -0.008 -0.001
Si 17.702 12.302 8.284 0.003 -0.001 0.005
Si 20.422 15.01 8.263 0.002 -0.001 -0.001
Si 23.128 1.401 8.266 0.004 0.017 0.001
Si 25.822 4.107 8.301 0 0.005 0.002
Si 23.12 6.819 8.303 -0.016 0 -0.003
Si 25.824 9.565 8.316 0.004 0.005 0
Si 23.127 12.282 8.294 -0.002 0.001 0
Si 25.838 15.011 8.287 0.008 0.002 -0.004
Si 28.531 1.401 8.277 0.008 0 -0.012
Si 31.222 4.099 8.277 0.004 0.012 -0.008
Si 28.502 6.823 8.314 -0.025 -0.025 0
Si 31.242 9.546 8.29 -0.002 0.013 -0.008
Si 28.525 12.294 8.307 -0.003 -0.004 0.002
Si 31.245 14.982 8.291 0 -0.009 -0.001
Si 33.94 1.36 8.257 -0.007 0.008 -0.008
Si 36.645 4.043 8.232 0.006 0.006 -0.012
Si 33.925 6.808 8.262 0.012 0.012 0.003
Si 36.616 9.511 8.237 -0.001 -0.014 -0.008
Si 33.935 12.269 8.28 0.012 0.013 0.002
Si 36.613 14.952 8.238 -0.018 -0.024 -0.001
Si 39.322 1.325 8.227 -0.008 -0.022 -0.005
Si 42.063 4.036 8.218 0.009 0.005 -0.002
Si 39.349 6.754 8.222 0.016 0.008 -0.008
Si 42.067 9.446 8.207 0.004 -0.006 -0.002
Si 39.314 12.207 8.218 0.009 -0.008 -0.006
Si 42.049 14.926 8.202 0.014 0 0
Si 44.815 1.323 8.186 0.012 0 0.006
Si 47.566 4.03 8.114 -0.007 -0.027 -0.015
Si 44.81 6.733 8.194 -0.003 0.001 0.006
Si 47.578 9.466 8.153 0.004 0.007 0.005
Si 44.809 12.169 8.167 0.003 0.002 -0.012
Si 47.572 14.914 8.146 0.006 0.006 0.005
Si 50.328 1.291 8.087 -0.007 -0.004 0.002
Si 53.061 4.033 8.027 0.004 -0.003 -0.007
Si 50.318 6.764 8.062 0.008 0.006 -0.01
Si 53.057 9.474 8.008 0.004 0.005 -0.003
Si 50.326 12.183 8.091 -0.012 0 0.002
Si 53.062 14.895 8.033 -0.001 0.005 -0.003
Si 55.795 1.32 8 0.002 0.007 0.004
Si 58.518 4.054 7.977 0.009 0.004 0
Si 55.789 6.759 7.997 -0.002 0 0.001
Si 58.481 9.502 7.97 -0.003 -0.01 -0.005
Si 55.759 12.206 7.968 -0.005 -0.004 -0.001
Si 58.509 14.929 7.949 -0.002 -0.009 -0.003
Si 61.243 1.338 7.958 0.004 -0.002 -0.005
Si 63.963 4.055 8.004 -0.008 -0.003 0.002
Si 61.216 6.792 7.991 0.006 0.001 0.002
Si 63.944 9.519 8 -0.004 -0.002 0
Si 61.216 12.236 7.982 0.004 -0.001 0.001
Si 63.951 14.975 7.996 0.007 0.01 0.004
Si 0.033 0 9.378 0 -0.001 0.004
Si 2.76 2.724 9.405 0.008 -0.012 0.004
Si 0.038 5.423 9.373 0.007 -0.009 -0.001
Si 2.761 8.164 9.395 0.006 -0.009 0.002
Si 0.032 10.881 9.36 -0.004 -0.007 -0.002
Si 2.756 13.61 9.401 -0.001 0.003 0.002
Si 5.482 0.023 9.426 -0.008 0.001 -0.003
Si 8.194 2.738 9.476 -0.005 0.006 0.001
Si 5.476 5.457 9.444 -0.007 0.009 -0.001
Si 8.195 8.175 9.498 0.002 0.008 0.001
Si 5.493 10.899 9.448 0.004 -0.009 0.004
Si 8.206 13.625 9.472 -0.003 -0.009 0
Si 10.912 0.015 9.518 0 -0.001 0.002
Si 13.624 2.733 9.567 0.001 -0.001 0.002
Si 10.908 5.453 9.531 0.004 -0.001 0.004
Si 13.621 8.175 9.558 0.004 -0.006 -0.009
Si 10.915 10.904 9.525 -0.004 -0.01 0.003
Si 13.634 13.623 9.572 0.014 -0.009 0.002
Si 16.342 0.027 9.598 0.003 -0.008 0
Si 19.058 2.747 9.619 -0.001 0.002 0
Si 16.343 5.449 9.587 0.003 -0.007 0.001
Si 19.054 8.183 9.634 0.003 0.001 0.002
Si 16.329 10.912 9.598 0.005 0.018 -0.003
Si 19.059 13.655 9.634 -0.023 -0.001 -0.003
Si 21.775 0.038 9.635 -0.002 -0.004 -0.006
Si 24.471 2.746 9.654 0.006 -0.005 -0.001
Si 21.761 5.46 9.649 0.005 0.002 0.003
Si 24.473 8.187 9.665 0.013 -0.008 -0.003
Si 21.77 10.915 9.654 -0.004 -0.003 -0.001
Si 24.49 13.638 9.655 0.003 -0.004 0.001
Si 27.196 0.039 9.657 0.004 0.004 -0.002
Si 29.887 2.741 9.659 -0.01 0.006 0.001
Si 27.169 5.461 9.679 -0.001 0.007 0.007
Si 29.884 8.184 9.658 0.001 -0.004 -0.011
Si 27.187 10.919 9.676 0.003 -0.006 -0.003
Si 29.898 13.628 9.671 -0.002 -0.002 0
Si 32.599 0.017 9.655 0.008 -0.011 0.005
Si 35.29 2.713 9.628 0.01 -0.007 0.002
Si 32.58 5.453 9.644 -0.004 -0.001 0.003
Si 35.281 8.157 9.628 -0.018 0.004 0.006
Si 32.596 10.898 9.656 0.005 -0.003 0.001
Si 35.288 13.612 9.646 -0.001 0.001 0.014
Si 37.976 -0.021 9.605 0 0.013 0.002
Si 40.702 2.681 9.575 0.01 0.001 0.002
Si 37.995 5.407 9.598 0.007 -0.006 0
Si 40.709 8.114 9.581 0.002 0.009 0.004
Si 37.978 10.861 9.604 -0.005 0.021 0.005
Si 40.696 13.564 9.561 0.004 0.003 -0.003
Si 43.437 -0.032 9.529 -0.002 0 0.003
Si 46.207 2.689 9.496 -0.019 0.01 0.001
Si 43.444 5.391 9.554 0.004 0.003 0.002
Si 46.197 8.114 9.498 0.003 0.007 0.008
Si 43.447 10.822 9.53 0.011 -0.016 0.004
Si 46.19 13.554 9.483 0.003 0.008 -0.001
Si 48.957 -0.042 9.461 -0.005 0 0.002
Si 51.698 2.681 9.396 -0.003 -0.001 -0.005
Si 48.949 5.408 9.426 -0.019 0.021 -0.006
Si 51.7 8.126 9.388 -0.001 0.001 0
Si 48.955 10.846 9.458 -0.002 0.002 0.004
Si 51.698 13.558 9.413 0.008 -0.006 0.001
Si 54.43 -0.039 9.36 0.004 -0.005 -0.001
Si 57.16 2.69 9.344 0.002 -0.003 0.001
Si 54.431 5.4 9.36 0 -0.008 0
Si 57.145 8.133 9.344 -0.001 0.001 0.002
Si 54.42 10.843 9.351 -0.004 -0.002 0.002
Si 57.145 13.567 9.312 -0.004 0.006 -0.004
Si 59.874 -0.026 9.313 0.005 0.007 -0.005
Si 62.596 2.692 9.347 0.008 0.001 0
Si 59.868 5.417 9.349 -0.003 -0.001 0.003
Si 62.586 8.146 9.35 -0.015 0.003 -0.001
Si 59.852 10.862 9.325 -0.005 0.011 -0.003
Si 62.587 13.597 9.337 0.001 -0.001 -0.001
Si 1.391 14.968 10.749 0 0 0.01
Si 4.116 1.377 10.779 -0.004 0.006 0.002
Si 1.39 4.081 10.758 0 0.007 0.005
Si 4.109 6.819 10.787 0.009 -0.001 0.006
Si 1.386 9.526 10.739 -0.006 0.007 0.005
Si 4.111 12.262 10.784 -0.003 0.005 0.003
Si 6.824 14.983 10.81 0.001 0.007 -0.005
Si 9.535 1.375 10.859 -0.005 0.002 -0.006
Si 6.829 4.099 10.82 -0.002 -0.005 -0.002
Si 9.543 6.815 10.878 0 -0.007 0.002
Si 6.827 9.539 10.837 -0.009 -0.008 0.003
Si 9.541 12.265 10.864 0.002 0.004 -0.004
Si 12.257 14.984 10.908 0.001 0 -0.002
Si 14.971 1.381 10.954 0.008 -0.001 0.004
Si 12.251 4.095 10.912 -0.004 0.012 0.004
Si 14.967 6.809 10.928 0.005 0.001 -0.002
Si 12.251 9.534 10.903 0.003 0.004 0.001
Si 14.964 12.26 10.954 -0.006 -0.014 0.005
Si 17.678 14.993 10.985 0 0.004 0.004
Si 20.405 1.389 10.993 -0.003 0.002 -0.002
Si 17.689 4.1 10.976 0.004 0 0.001
Si 20.4 6.821 11.003 -0.009 -0.002 -0.003
Si 17.68 9.548 10.963 -0.009 -0.012 -0.007
Si 20.396 12.275 10.994 -0.012 0.015 0.001
Si 23.125 14.997 11.008 -0.002 -0.004 0.001
Si 25.836 1.395 11.016 -0.004 0.001 -0.006
Si 23.12 4.111 11.014 0.004 0.005 -0.003
Si 25.826 6.83 11.035 0.006 -0.005 0.004
Si 23.115 9.546 11.024 -0.004 -0.002 0.001
Si 25.833 12.276 11.039 0.009 0.003 0.001
Si 28.552 14.998 11.03 0.006 0.001 -0.009
Si 31.249 1.38 11.027 0.002 0 -0.009
Si 28.54 4.102 11.031 -0.002 0.004 -0.005
Si 31.238 6.816 11.024 -0.007 0.003 -0.003
Si 28.545 9.55 11.036 -0.007 0.014 0.002
Si 31.248 12.253 11.033 -0.01 -0.008 0.001
Si 33.946 14.972 11.026 0.002 -0.007 -0.001
Si 36.639 1.342 10.989 0.001 -0.013 -0.003
Si 33.942 4.083 11.004 0.001 0.008 -0.005
Si 36.642 6.777 10.973 0.002 0.009 -0.012
Si 33.945 9.52 11.014 0.013 0.003 0.002
Si 36.647 12.231 10.986 -0.008 -0.002 -0.004
Si 39.356 14.931 10.939 0.004 -0.009 -0.004
Si 42.086 1.324 10.906 0.004 -0.004 0.003
Si 39.357 4.048 10.951 0.001 0.004 -0.006
Si 42.092 6.76 10.915 0.01 0.003 0.001
Si 39.356 9.493 10.94 0.008 -0.009 -0.008
Si 42.083 12.196 10.884 0.003 0 -0.006
Si 44.829 14.922 10.839 -0.012 0.003 -0.002
Si 47.592 1.322 10.812 0.008 -0.009 0
Si 44.842 4.035 10.864 0.007 -0.008 0.005
Si 47.589 6.752 10.806 -0.012 -0.008 0.003
Si 44.838 9.476 10.86 0.01 0.01 0.006
Si 47.586 12.207 10.811 0.002 -0.009 0.005
Si 50.336 14.917 10.781 -0.007 0.002 -0.002
Si 53.069 1.319 10.729 -0.004 0.007 0.001
Si 50.332 4.044 10.752 0.003 -0.01 -0.007
Si 53.071 6.758 10.722 0.006 -0.003 -0.005
Si 50.343 9.477 10.761 -0.005 0.001 -0.001
Si 53.072 12.191 10.734 0.001 0.001 0.001
Si 55.806 14.924 10.695 0.006 0.003 0.004
Si 58.528 1.329 10.693 0.008 0.009 0.005
Si 55.796 4.045 10.709 -0.009 0.005 0.003
Si 58.504 6.777 10.705 0 0 0.006
Si 55.788 9.489 10.706 -0.001 -0.007 0.004
Si 58.498 12.215 10.688 -0.002 -0.011 0.004
Si 61.226 14.947 10.698 -0.002 -0.003 0.002
Si 63.954 1.357 10.735 -0.004 -0.001 0.001
Si 61.239 4.058 10.704 0.007 -0.006 -0.002
Si 63.951 6.79 10.718 0.004 0.004 -0.006
Si 61.215 9.506 10.689 0.005 -0.005 -0.002
Si 63.944 12.243 10.707 -0.006 0.012 0.005
Si 2.745 0.015 12.118 0.012 0 -0.003
Si 5.462 2.734 12.16 0.001 0.003 -0.008
Si 2.741 5.448 12.125 -0.006 -0.003 0.001
Si 5.46 8.166 12.174 -0.008 0.001 0.006
Si 2.74 10.887 12.118 0.005 -0.007 0.004
Si 5.455 13.628 12.165 0.006 -0.002 0.002
Si 8.163 0.011 12.202 -0.005 -0.005 -0.003
Si 10.875 2.726 12.25 -0.007 -0.015 0
Si 8.176 5.44 12.215 -0.011 0.002 -0.001
Si 10.892 8.17 12.258 0.001 -0.001 0.002
Si 8.174 10.9 12.214 0.004 -0.004 0.004
Si 10.887 13.614 12.247 0.003 -0.002 0.003
Si 13.597 0.013 12.299 0 -0.001 0
Si 16.321 2.74 12.334 0.008 0.008 -0.004
Si 13.6 5.454 12.288 0.011 0.002 0.005
Si 16.314 8.173 12.296 0.007 0.004 -0.005
Si 13.591 10.888 12.284 0.004 -0.003 -0.003
Si 16.31 13.617 12.33 0.002 -0.004 0
Si 19.028 0.034 12.346 -0.01 -0.01 -0.01
Si 21.76 2.748 12.36 -0.002 -0.002 -0.003
Si 19.036 5.459 12.352 -0.005 0.001 0.002
Si 21.75 8.179 12.376 -0.007 -0.009 -0.001
Si 19.026 10.903 12.338 -0.003 -0.002 -0.005
Si 21.752 13.632 12.353 0.002 -0.01 -0.009
Si 24.49 0.032 12.373 0.017 0.015 -0.005
Si 27.179 2.754 12.394 0.007 -0.005 -0.004
Si 24.47 5.469 12.388 -0.001 0.005 -0.001
Si 27.194 8.18 12.396 -0.002 -0.01 -0.001
Si 24.473 10.9 12.392 -0.005 -0.001 0.005
Si 27.206 13.632 12.397 0.012 0.009 -0.004
Si 29.907 0.023 12.41 -0.008 -0.002 0.003
Si 32.605 2.73 12.401 0.001 0.006 0.007
Si 29.898 5.454 12.402 -0.009 -0.002 -0.003
Si 32.598 8.163 12.398 -0.008 0.002 0.005
Si 29.911 10.891 12.415 0.001 -0.008 -0.001
Si 32.6 13.613 12.399 0.008 0 0.004
Si 35.305 0.001 12.396 -0.004 0.007 0.004
Si 38.002 2.703 12.335 -0.007 -0.004 -0.001
Si 35.297 5.435 12.378 0.004 0.001 -0.002
Si 38.004 8.144 12.319 0.002 0.003 -0.001
Si 35.305 10.879 12.369 0.007 0.002 -0.001
Si 38.018 13.586 12.334 0.004 -0.002 0
Si 40.726 -0.023 12.28 0.002 -0.009 0
Si 43.48 2.683 12.224 -0.002 0.008 0.004
Si 40.733 5.411 12.286 0.008 -0.005 0.001
Si 43.478 8.129 12.231 0.001 0.004 0.006
Si 40.735 10.856 12.278 -0.003 0.007 0
Si 43.461 13.576 12.199 0.01 -0.007 -0.001
Si 46.218 -0.033 12.162 -0.006 0 -0.004
Si 48.979 2.693 12.126 -0.016 0.009 0.006
Si 46.224 5.409 12.177 -0.004 0.005 -0.002
Si 48.977 8.126 12.114 0.009 0.009 -0.003
Si 46.223 10.853 12.169 -0.003 0.007 0.002
Si 48.967 13.571 12.141 0.003 0.012 0.004
Si 51.709 -0.027 12.103 -0.004 -0.002 -0.003
Si 54.433 2.689 12.068 0.001 -0.007 0
Si 51.706 5.408 12.085 -0.007 0.009 -0.003
Si 54.437 8.12 12.065 -0.014 0.003 0.002
Si 51.709 10.84 12.1 -0.003 -0.002 0.002
Si 54.45 13.562 12.054 -0.001 0.001 -0.007
Si 57.168 -0.036 12.051 0.002 0.002 0.004
Si 59.88 2.693 12.06 0.005 0.003 -0.004
Si 57.142 5.418 12.064 0.003 -0.008 0.006
Si 59.87 8.14 12.056 0.005 0.009 0
Si 57.151 10.851 12.057 -0.001 0.007 0.003
Si 59.861 13.577 12.047 0.003 0 -0.003
Si 62.587 -0.017 12.07 0.005 0.008 -0.007
Si 0.028 2.718 12.114 -0.002 -0.006 0.001
Si 62.597 5.417 12.073 -0.005 -0.002 -0.003
Si 0.02 8.158 12.088 -0.01 -0.013 0.003
Si 62.571 10.872 12.044 -0.005 -0.007 -0.011
Si 0.023 13.595 12.082 0.001 -0.001 -0.004
Si 1.396 1.371 13.483 0.006 -0.007 0.005
Si 4.097 4.097 13.5 0.01 -0.003 0.002
Si 1.374 6.809 13.471 -0.002 0.005 0.011
Si 4.086 9.533 13.504 0.007 -0.005 0.001
Si 1.371 12.251 13.466 -0.007 0.003 0.01
Si 4.091 15.001 13.513 -0.015 0.016 0.001
Si 6.797 1.377 13.548 -0.004 0.006 0.001
Si 9.503 4.072 13.61 0.002 0.001 0.003
Si 6.812 6.804 13.553 0.01 -0.009 0.001
Si 9.523 9.54 13.594 -0.007 0.008 0
Si 6.796 12.269 13.548 -0.01 0.012 -0.001
Si 9.508 14.973 13.582 0.001 -0.001 -0.006
Si 12.216 1.375 13.637 -0.01 0.007 -0.001
Si 14.946 4.104 13.674 0.002 0.002 0.005
Si 12.233 6.807 13.646 0 0.003 0.008
Si 14.934 9.514 13.644 0.006 -0.003 -0.006
Si 12.223 12.248 13.629 0.003 -0.011 0.003
Si 14.933 14.966 13.684 0 -0.002 0.006
Si 17.667 1.378 13.717 0.009 -0.004 0.002
Si 20.393 4.1 13.717 0.008 -0.002 0.008
Si 17.661 6.831 13.682 -0.011 0.008 0.004
Si 20.373 9.543 13.713 -0.011 -0.004 0.001
Si 17.649 12.241 13.695 0.001 0 0.005
Si 20.382 14.991 13.699 -0.015 0.009 0.001
Si 23.137 1.406 13.718 -0.001 -0.012 -0.002
Si 25.834 4.127 13.762 -0.011 0.01 -0.004
Si 23.106 6.818 13.746 0.007 -0.008 -0.002
Si 25.831 9.531 13.757 0.013 -0.001 0.007
Si 23.087 12.262 13.724 -0.011 0.019 0.008
Si 25.845 14.997 13.746 0.004 -0.013 0.002
Si 28.54 1.397 13.752 -0.003 0.007 -0.009
Si 31.26 4.1 13.776 -0.006 0.003 0
Si 28.547 6.816 13.768 0.01 -0.007 0.004
Si 31.259 9.517 13.791 -0.004 0.008 0.01
Si 28.572 12.277 13.767 -0.007 -0.003 -0.009
Si 31.266 14.979 13.785 -0.01 -0.001 -0.002
Si 33.959 1.367 13.779 0.015 -0.01 0.001
Si 36.649 4.049 13.728 0.004 -0.001 -0.005
Si 33.953 6.8 13.768 0.004 0 0.004
Si 36.672 9.51 13.712 -0.01 0.009 -0.003
Si 33.959 12.237 13.746 0.003 -0.003 -0.008
Si 36.681 14.942 13.728 0.002 -0.005 -0.002
Si 39.375 1.334 13.666 -0.004 0.01 -0.001
Si 42.128 4.041 13.594 0.005 0.005 0.004
Si 39.372 6.774 13.652 0.002 0.004 0
Si 42.122 9.489 13.599 0.007 0.002 0.004
Si 39.39 12.217 13.669 0.01 -0.009 0.002
Si 42.117 14.928 13.59 -0.003 0.003 0.005
Si 44.869 1.321 13.54 0.007 -0.015 0.004
Si 47.62 4.05 13.485 -0.006 -0.004 -0.001
Si 44.867 6.765 13.547 0.018 -0.012 0.012
Si 47.618 9.483 13.47 0.002 -0.003 -0.001
Si 44.858 12.229 13.513 -0.009 0.001 0.001
Si 47.603 14.938 13.494 -0.012 0.007 0.004
Si 50.356 1.342 13.469 0.011 -0.009 0.007
Si 53.073 4.05 13.432 -0.015 0.006 -0.003
Si 50.358 6.776 13.446 -0.011 -0.003 -0.002
Si 53.085 9.472 13.427 0.004 -0.008 -0.003
Si 50.346 12.198 13.459 0.007 -0.008 0.01
Si 53.091 14.916 13.408 0.012 -0.001 -0.006
Si 55.805 1.326 13.4 -0.008 0.008 0.002
Si 58.513 4.059 13.403 0.004 -0.004 0.003
Si 55.785 6.769 13.441 -0.007 0 0.006
Si 58.507 9.49 13.417 0.007 -0.01 0.005
Si 55.802 12.213 13.421 -0.011 0 0.003
Si 58.513 14.922 13.425 0.004 0 0.009
Si 61.231 1.334 13.433 0.008 0.002 0
Si 63.943 4.075 13.471 0.007 0.005 0.007
Si 61.232 6.782 13.414 0.006 -0.008 0.001
Si 63.921 9.528 13.419 -0.014 0.018 0.002
Si 61.209 12.212 13.41 0.003 0.007 0.001
Si 63.95 14.956 13.436 -0.012 -0.007 0.008
Si 0.03 -0.007 14.812 0.001 0.001 -0.001
Si 2.751 2.736 14.859 -0.004 0 -0.001
Si 0.023 5.447 14.835 -0.001 -0.005 0.002
Si 2.723 8.168 14.849 0.008 -0.002 0.009
Si -0.005 10.876 14.795 -0.009 -0.001 -0.004
Si 2.711 13.636 14.835 0.018 0.005 0.002
Si 5.424 0.046 14.912 0 -0.009 -0.003
Si 8.129 2.703 14.963 -0.009 -0.022 0.001
Si 5.444 5.436 14.892 -0.001 -0.005 0.008
Si 8.164 8.161 14.927 0.005 -0.003 0.002
Si 5.421 10.901 14.881 -0.004 -0.001 0.007
Si 8.144 13.618 14.937 -0.003 -0.002 0.007
Si 10.839 0.002 14.974 0.008 0.001 0.004
Si 13.564 2.736 15.009 0.007 -0.002 -0.001
Si 10.865 5.421 14.98 -0.005 -0.005 0.005
Si 13.584 8.17 15.024 0.007 0.001 0.005
Si 10.862 10.893 14.988 0.001 -0.003 0.001
Si 13.558 13.588 15.026 0.001 -0.01 -0.003
Si 16.286 0.002 15.055 -0.002 0.001 -0.004
Si 19.036 2.741 15.076 -0.007 -0.003 0.005
Si 16.293 5.485 15.038 0.004 -0.005 -0.003
Si 19.002 8.185 15.066 0.004 0.003 0.001
Si 16.262 10.863 15.028 0.003 -0.011 0.006
Si 19.022 13.603 15.035 0.011 0.015 0.005
Si 21.758 0.043 15.033 0.006 0.006 -0.004
Si 24.471 2.771 15.112 0.008 -0.008 0
Si 21.75 5.446 15.098 -0.009 0.001 0.006
Si 24.461 8.167 15.12 -0.012 -0.011 0.006
Si 21.725 10.893 15.086 -0.004 0.006 -0.003
Si 24.453 13.631 15.06 0.002 -0.004 -0.005
Si 27.198 0.042 15.123 0.007 0.013 0.009
Si 29.883 2.751 15.129 -0.016 -0.002 -0.004
Si 27.181 5.485 15.148 0.005 -0.005 -0.002
Si 29.92 8.127 15.159 -0.008 -0.004 0.005
Si 27.216 10.893 15.091 0.008 0.001 0.003
Si 29.926 13.623 15.171 0.003 -0.002 0.009
Si 32.621 0.009 15.167 0.002 -0.001 0.004
Si 35.312 2.715 15.164 0 0.011 0.001
Si 32.623 5.434 15.172 0 -0.004 0.013
Si 35.316 8.181 15.109 0.009 0.008 -0.003
Si 32.622 10.891 15.144 -0.001 -0.004 0.001
Si 35.333 13.58 15.101 0.002 -0.017 -0.004
Si 38.032 -0.001 15.08 -0.001 -0.012 0.011
Si 40.78 2.689 14.971 0.003 -0.003 -0.005
Si 38.027 5.418 15.041 -0.01 0.012 -0.007
Si 40.754 8.141 14.973 0.006 0.001 0.006
Si 38.047 10.863 15.064 -0.002 0.01 0.001
Si 40.765 13.596 14.989 0 -0.002 0.005
Si 43.513 -0.034 14.907 -0.006 0.009 0.002
Si 46.26 2.699 14.843 0.01 0.016 0.01
Si 43.504 5.413 14.916 -0.001 -0.008 0.004
Si 46.275 8.132 14.843 -0.009 0.017 0.003
Si 43.517 10.881 14.886 0.018 0.009 -0.006
Si 46.232 13.588 14.85 -0.007 -0.004 0.001
Si 48.978 -0.007 14.817 -0.008 0.005 0.004
Si 51.732 2.703 14.815 -0.006 0.001 0.009
Si 49 5.425 14.798 0.003 0.003 -0.001
Si 51.729 8.129 14.795 0.006 0.01 0.009
Si 48.977 10.843 14.814 -0.005 0.005 0.006
Si 51.747 13.557 14.77 -0.004 -0.001 0.001
Si 54.456 -0.048 14.749 -0.006 -0.003 0.003
Si 57.153 2.696 14.75 -0.009 -0.004 -0.007
Si 54.414 5.412 14.799 -0.012 0.002 0.01
Si 57.158 8.13 14.787 0.011 0.013 0.012
Si 54.451 10.835 14.76 0.002 0.001 0.004
Si 57.151 13.566 14.796 -0.001 -0.002 0.004
Si 59.876 -0.043 14.782 0.004 0.004 0.005
Si 62.577 2.692 14.811 -0.009 -0.014 -0.002
Si 59.861 5.428 14.762 0.001 -0.006 0.002
Si 62.566 8.163 14.774 -0.001 -0.009 -0.001
Si 59.843 10.862 14.783 0.005 0.006 0
Si 62.585 13.565 14.752 0.004 0.008 0
O 0.469 14.597 25.564 0.232 0.037 0.356
O 61.715 15.161 22.686 0.25 -0.022 0.458
O 2.71 0.104 22.092 0.167 0.168 0.243
O 4.512 1.791 22.997 0.003 -0.068 0.281
O 63.697 9.4 29.885 -0.034 -0.628 -0.057
O 0.218 5.602 25.486 0.02 -0.107 0.435
O 4.414 7.92 25.141 -0.13 0.761 0.07
O 5.59 8.502 22.157 0.132 -0.119 0.543
O 1.64 9.956 23.093 0.097 -0.123 0.375
O 1.246 12.326 24.276 -0.508 -0.14 0.167
O 5.253 13.538 22.167 -0.102 0.2 0.446
O 7.092 15.081 23.16 -0.243 0.455 0.054
O 9.054 1.286 23.348 0 -0.08 0.052
O 10.854 2.741 22.226 0.024 0.06 0.448
O 6.715 1.687 24.416 -0.248 -0.377 0.087
O 8.127 5.502 22.255 -0.175 -0.193 0.485
O 9.96 7.207 23.126 -0.094 -0.305 0.397
O 11.59 9.258 23.216 -0.076 -0.138 0.492
O 3.073 7.311 28.362 0.29 -0.284 -0.221
O 18.803 3.247 30.087 0.703 0.175 0.238
O 9.642 12.063 23.242 0.19 -0.477 0.278
O 11.735 13.593 22.821 0.45 -0.486 -0.099
O 12.455 16.136 22.902 -0.323 0.239 -0.159
O 14.964 0.36 22.703 0.59 -0.148 0.058
O 16.186 2.582 21.907 0.015 0.25 0.203
O 12.874 5.94 25.153 -0.153 -0.078 0.193
O 13.216 9.648 28.5 -0.4 -0.152 0.146
O 14.681 6.127 23.256 0.277 0.042 0.251
O 16.257 8.077 22.353 0.061 -0.064 0.327
O 7.735 13.296 29.595 -0.412 0.076 -0.262
O 13.406 10.917 22.289 0.118 0.065 0.149
O 14.905 12.831 23.293 0.044 -0.082 0.209
O 12.336 11.728 30.063 -0.555 -0.165 0.047
O 17.268 14.8 22.93 -0.604 0.124 0.218
O 18.984 0.102 22.053 0.065 0.065 0.551
O 20.704 1.835 23.004 0.611 0.192 -0.015
O 19.547 5.886 25.732 0.155 -0.15 -0.153
O 21.692 8.381 22.312 0.018 -0.01 0.562
O 24.226 7.401 25.509 0.025 0.695 0.284
O 17.979 9.868 23.188 0.021 -0.199 0.406
O 17.876 9.098 27.183 -0.354 0.535 0.213
O 16.597 12.511 27.512 0.146 -0.173 -0.314
O 20.064 11.507 23.053 0.225 -0.02 0.242
O 21.636 13.448 22.197 -0.098 0.041 0.162
O 23.276 14.898 23.375 -0.312 -0.011 0.528
O 23.757 0.058 25.464 0.17 -0.222 0.205
O 26.864 7.307 25.773 -0.114 0.641 0.281
O 22.996 3.888 23.443 -0.196 -0.346 0.002
O 23.37 12.383 25.117 0.017 0.02 -0.236
O 30.072 9.233 24.93 0.411 0.151 -0.117
O 30.766 14.346 29.817 -0.021 0.016 0.606
O 27.325 13.811 22.349 0.275 0.149 0.31
O 29.46 15.889 22.401 -0.112 -0.137 0.414
O 33.049 1.214 27.33 0.297 0.124 -0.609
O 31.066 1.137 23.778 0.463 0.266 -0.033
O 29.835 5.456 22.366 0.082 -0.057 0.154
O 33.278 3.85 25.716 -0.42 -0.094 -0.306
O 31.244 7.292 23.524 0.376 -0.062 -0.001
O 37.221 8.919 28.138 0.068 -0.047 -0.428
O 26.831 4.537 29.75 -0.016 0.286 0.233
O 28.123 9.71 23.263 -0.589 -0.072 0.08
O 29.989 10.896 22.036 0.089 -0.121 0.166
O 31.164 12.973 23.049 0.324 0.378 0.174
O 30.312 14.122 25.258 0.522 0.436 -0.014
O 33.015 15.297 28.683 0.156 0.27 0.368
O 34.227 15.268 23.854 -0.666 -0.243 0.294
O 35.509 0.174 22.075 0.171 -0.025 0.106
O 29.166 0.093 29.911 -0.19 -0.009 0.395
O 33.727 3.62 23.136 -0.617 -0.415 0.149
O 35.413 5.241 21.979 0.009 -0.042 0.189
O 37.041 6.413 23.551 0.672 0.101 0.318
O 39.185 8.772 22.779 -0.497 -0.203 0.057
O 34.212 9.386 23.615 -0.585 -0.079 0.11
O 35.558 10.957 22.125 -0.151 0.022 0.079
O 37.748 12.024 23.14 0.656 0.452 0.114
O 41.081 0.041 22.133 0.11 0.043 0.376
O 42.936 1.71 23.113 -0.241 -0.053 0.502
O 39.552 3.552 23.236 -0.358 -0.414 -0.02
O 40.96 5.434 22.071 -0.225 -0.143 0.396
O 43.153 7.939 30.31 -0.034 -0.127 0.048
O 43.427 7.421 25.433 0.397 0.363 -0.13
O 36.492 10.568 32.393 0.197 -0.452 0.203
O 40.832 10.81 22.118 0.034 0.015 0.246
O 42.584 11.459 25.216 0.001 -0.498 -0.279
O 41.121 13.679 25.018 -0.018 -0.274 0.165
O 45.086 14.308 22.885 -0.082 0.07 -0.068
O 49.134 1.634 29.148 -0.015 -0.194 0.418
O 43.948 3.138 25.185 -0.458 -0.106 0.072
O 46.21 8.387 25.359 0.023 -0.613 0.057
O 45.979 4.161 26.633 0.012 0.326 0.338
O 48.007 4.051 29.553 -0.556 0.203 0.157
O 46.226 5.533 22.096 0.176 -0.139 0.209
O 47.443 10.208 24.066 0.202 -0.036 0.027
O 45.219 9.128 23.018 -0.575 -0.043 0.383
O 48.062 12.473 22.907 0.324 0.236 -0.037
O 51.824 0.031 21.847 -0.024 0.141 0.097
O 53.6 6.274 22.948 0.413 0.239 0.493
O 47.45 3.525 24.593 0.13 0.381 -0.459
O 52.61 3.944 23.849 0.201 -0.14 -0.029
O 47.254 1.042 25.255 -0.168 0.345 0.417
O 54.342 8.842 22.669 -0.431 -0.335 -0.063
O 48.321 3.201 27.127 0.291 -0.41 -0.288
O 51.673 10.888 22.081 -0.158 -0.027 0.391
O 52.923 13.014 22.901 -0.267 0.112 0.14
O 54.033 15.327 23.949 -0.366 0.249 0.155
O 54.594 6.919 27.441 -0.161 0.076 0.149
O 63.588 6.572 22.825 0.023 0.313 0.317
O 57.168 5.379 22.069 0.022 0.065 0.447
O 59.075 6.895 22.982 -0.028 -0.001 0.233
O 52.38 8.465 24.425 0.016 -0.21 0.2
O 59.861 8.046 25.259 -0.007 -0.464 0.495
O 54.048 15.964 29.458 -0.399 0.14 -0.316
O 58.416 11.791 23.146 0.071 -0.121 0.322
O -0.25 2.66 21.89 0.193 0.054 0.456
O 0.813 4.497 23.213 0.152 0.133 0.348
O 0.053 8.195 21.963 -0.114 0.058 0.54
O 60.933 8.702 22.912 0.104 0.29 0.132
O 62.433 10.648 21.99 0.073 0.122 0.358
O 61.535 11.838 24.868 -0.294 -0.036 -0.301
O 3.915 1.206 31.497 -0.195 0.082 -0.268
O 63.031 11.479 28.434 0.492 0.318 -0.091
O 0.282 9.541 31.794 -0.068 -0.299 -0.259
O 4.713 5.218 29.667 0.02 0.103 -0.151
O 5.534 7.617 27.453 0.531 -0.364 0.438
O 5.986 0.789 27.664 0.423 -0.046 -0.811
O 16.898 2.964 28.306 -0.375 0.517 0.015
O 11.037 15.696 32.154 0.088 0.588 -0.055
O 12.395 9.14 31.787 0.302 0.346 -0.237
O 11.11 5.913 27.124 -0.08 -0.187 -0.244
O 7.321 8.716 29.36 -0.057 -0.279 -0.286
O 7.245 10.835 25.253 0.104 -0.066 -0.172
O 14.436 12.69 25.89 -0.38 -0.351 -0.133
O 20.971 3.526 24.986 -0.534 0.44 0.343
O 8.564 9.288 27.071 0.024 -0.083 -0.044
O 5.793 4.434 31.864 0.212 -0.279 -0.141
O 39.072 10.274 24.842 0.165 0.165 0.223
O 26.443 16.153 29.735 0.249 0.219 -0.292
O 55.278 -0.05 27.164 -0.417 -0.249 -0.196
O 15.198 1.167 29.221 -0.292 -0.481 0.032
O 19.165 13.109 27.269 0.032 -0.263 0.234
O 10.417 10.613 32.776 -0.208 0.093 -0.477
O 20.833 0.173 32.434 0.649 -0.099 -0.019
O 18.98 10.845 25.441 0.227 0.258 0.285
O 21.241 0.961 25.417 -0.161 -0.402 0.278
O 22.889 7.36 30.116 0.111 -0.226 0.087
O 25.93 14.018 27.565 0.249 0.606 0.188
O 25.5 5.202 25.072 -0.468 -0.15 -0.204
O 23.459 13.565 27.625 -0.079 0.19 0.209
O 21.383 14.093 26.092 0.098 0.321 -0.312
O 56.043 4.649 28.255 -0.378 0.269 0.448
O 17.82 7.59 29.391 -0.471 -0.29 0.47
O 26.902 14.732 31.923 -0.558 0.005 -0.088
O 25.16 0.249 23.175 -0.102 -0.189 -0.036
O 38.872 15.089 31.771 -0.078 0.442 -0.039
O 29.43 6.721 25.421 0.101 -0.247 -0.044
O 13.257 14.188 29.996 0.064 0.52 0.32
O 25.897 7.247 23.368 0.292 0.56 0.186
O 31.731 10.354 29.887 -0.42 0.357 -0.363
O 35.106 2.941 32.687 0.031 0.162 0.174
O 30.878 2.134 26.356 -0.055 0.403 -0.102
O 56.722 8.245 29.355 -0.372 0.579 -0.462
O 60.761 3.935 31.508 -0.238 0.153 -0.237
O 26.281 12.167 25.958 0.261 0.122 0.029
O 29.373 11.722 24.65 -0.135 0.132 0.035
O 36.403 11.308 27.597 0.081 0.566 -0.276
O 33.203 6.009 27.37 0.38 0.154 0.084
O 41.482 3.725 31.19 -0.099 0.312 -0.247
O 57.521 1.242 26.733 0.239 -0.567 0.417
O 3.34 5.496 25.031 -0.351 -0.479 -0.218
O 35.745 7.926 25.214 -0.049 0.11 0.292
O 37.886 12.385 25.7 0.408 -0.403 0.372
O 28.261 3.9 31.934 0.452 -0.152 -0.006
O 23.738 2.554 32.781 -0.25 -0.214 -0.528
O 33.114 13.056 29.979 -0.222 -0.566 -0.178
O 32.019 10.621 27.379 -0.405 -0.14 -0.291
O 50.631 15.679 28.858 0.199 -0.105 0.574
O 38.182 2.37 25.198 -0.016 -0.319 0.278
O 42.67 7.125 22.973 0.287 -0.076 -0.019
O 25.627 9.86 27.403 0.28 -0.323 -0.033
O 33.321 4.398 31.737 -0.323 0.238 -0.764
O 41.63 10.188 27.234 -0.171 -0.29 -0.386
O 40.956 11.128 29.601 -0.279 0.049 -0.069
O 36.32 14.36 25.055 0.039 -0.381 -0.273
O 62.481 14.088 28.411 0.314 0.05 0.401
O 38.349 13.641 29.656 -0.036 -0.737 0.108
O 20.455 9.546 27.277 0.059 -0.336 0.445
O 39.58 2.439 32.411 -0.042 -0.198 0.304
O 40.286 0.956 27.365 -0.435 0.111 0.133
O 48.766 13.95 29.125 -0.058 -0.258 -0.092
O 46.058 11.466 31.787 -0.385 -0.347 0.029
O 64.586 8.144 25.513 -0.181 -0.156 -0.318
O 39.047 10.867 27.812 0.075 0.529 -0.298
O 42.723 0.887 26.392 0.459 -0.252 -0.279
O 18.953 4.551 27.846 0.591 0.047 0.009
O 25.405 14.508 24.933 -0.153 -0.302 -0.345
O 14.413 3.927 24.817 0.194 0.295 0.261
O 32.388 3.61 28.074 -0.421 0.112 0.597
O 44.005 2.69 27.746 0.334 0.165 0.353
O 5.547 13.015 25.204 -0.104 0.133 -0.704
O 14.038 15.01 24.587 -0.15 -0.015 0.212
O 47.939 8.493 29.641 0.265 -0.363 -0.136
O 35.688 5.618 32.18 0.184 0.024 -0.523
O 45.654 8.858 30.642 -0.08 -0.084 -0.151
O 48.071 1.709 22.807 0.428 0.143 0.043
O 53.816 12.118 29.546 0.253 -0.203 0.271
O 50.301 6.798 24.662 -0.279 -0.249 -0.427
O 46.022 12.437 24.566 -0.347 -0.128 0.017
O 13.577 6.895 32.263 -0.375 -0.206 -0.317
O 46.532 -0.11 21.837 -0.14 -0.077 -0.015
O 51.386 13.191 29.213 0.206 0.146 0.252
O 31.719 13.213 27.712 -0.42 0.049 -0.047
O 50.547 6.009 27.229 0.107 0.344 0.08
O 51.082 1.94 24.515 -0.277 -0.337 -0.341
O 40.711 13.558 30.652 0.326 0.108 0.053
O 3.669 2.832 29.105 0.042 -0.12 0.572
O 55.103 4.101 23.016 0.063 -0.249 0.444
O 58.973 15.803 25.047 -0.464 -0.165 -0.074
O 50.253 8.79 22.874 -0.7 0.001 0.095
O 53.921 2.909 28.774 -0.062 0.026 0.834
O 50.222 1.011 26.864 -0.447 0.127 -0.276
O 36.434 8.523 30.609 -0.557 -0.272 0.312
O 58.863 0.936 23.023 -0.464 -0.386 0.292
O 41.621 1.086 31.735 0.04 -0.119 -0.597
O 63.322 14.286 30.97 0.132 -0.143 0.004
O 29.324 7.104 32.442 -0.525 -0.147 -0.201
O 1.66 2.988 27.4 0.154 0.665 -0.414
O 47.91 9.442 32.088 -0.034 0.43 -0.277
O 48.238 5.584 25.992 -0.235 0.294 -0.22
O 18.44 11.341 29.085 -0.477 -0.464 -0.349
O 64.283 4.961 29.736 -0.408 0.161 -0.04
O 63.779 10.609 25.147 0.018 -0.289 -0.12
O 10.992 12.967 25.365 0.385 -0.281 -0.156
O 60.515 1.606 30.385 -0.46 0.059 0.314
O 60.782 12.317 27.464 -0.498 0.131 0.193
O 58.08 8.671 27.103 -0.537 0.323 0.06
O 63.015 1.165 22.583 0.056 0.193 0.438
O 63.689 15.606 24.221 0.449 -0.058 -0.546
O 40.117 15.71 29.455 0.009 -0.08 -0.22
O 52.642 5.959 28.846 -0.163 -0.019 0.43
O 21.007 11.012 29.439 0.457 0.061 0.083
O 32.695 8.312 28.493 0.307 -0.172 0.505
O 14.224 11.96 28.363 0.438 -0.134 0.218
O 58.849 10.826 29.472 0.137 -0.042 -0.216
O 2.438 13.079 32.585 -0.181 0.143 -0.321
O 50.1 13.788 27.023 0.117 0.425 -0.119
O 59.879 13.562 21.975 0.119 0.134 0.595
O 44.189 3.982 22.731 -0.358 0.225 0.052
O 1.26 14.617 23.112 -0.445 -0.123 0.166
O 1.396 9.06 29.146 0.246 0.013 0.431
O 19.43 6.872 31.507 0.017 -0.303 -0.185
O 60.124 9.667 31.563 -0.116 0.479 -0.143
O 61.954 12.921 32.677 -0.756 0.082 0.436
O 63.734 11.354 31.724 -0.263 0.117 -0.315
O 4.547 11.038 32.664 0.172 0.107 -0.222
O 0.981 6.637 30.05 0.26 0.132 -0.175
O 6.306 1.164 30.235 0.232 0.209 0.194
O 55.033 1.105 31.401 -0.128 0.004 0.359
O 4.027 12.414 27.06 0.023 0.123 0.4
O 15.575 8.27 28.064 -0.104 0.133 0.167
O 20.43 7.376 29.139 -0.17 0.189 -0.385
O 19.243 1.854 27.924 0.365 0.064 -0.369
O 34.451 7.927 32.859 -0.226 -0.103 -0.454
O 61.415 6.346 24.187 0.17 -0.262 0.742
O 60.828 15.062 26.639 0.212 0.134 0.009
O 55.028 13.869 28.095 -0.266 0.088 -0.521
O 7.514 2.684 32.732 0.057 0.059 -0.254
O 42.283 5.923 32.318 0.159 0.375 0.028
O 8.177 16.076 25.313 -0.124 -0.07 0.73
O 57.824 11.75 31.566 0.073 -0.474 -0.146
O 13.71 1.368 24.695 -0.43 0.213 0.379
O 27.664 10.025 25.773 0.086 -0.283 0.46
O 14.444 12.255 31.575 0.234 -0.121 -0.456
O 40.123 8.759 28.775 -0.143 0.154 0.315
O 62.856 9.139 27.262 -0.575 -0.596 0.021
O 11.464 6.995 30.683 0.1 -0.51 -0.199
O 6.198 3.275 28.62 0.52 0.214 -0.093
O 31.948 12.116 25.296 0.478 -0.297 -0.355
O 17.763 13.815 29.405 -0.202 -0.142 0.109
O 48.469 12.15 25.542 -0.321 -0.061 0.296
O 42.997 15.625 32.855 -0.149 0.097 -0.453
O 53.409 8.504 29.177 0.284 0.427 -0.159
O 17.887 3.92 23.213 0.287 0.429 0.219
O 24.087 13.076 32.779 -0.21 0.178 -0.61
O 46.644 1.864 28.705 -0.634 0.529 0.137
O 45.041 7.452 27.432 0.363 -0.291 0.516
O 12.801 -0.017 28.449 0.27 0.334 -0.275
O 16.295 2.193 24.633 0.145 -0.671 -0.112
O 3.38 0.896 27.322 -0.062 -0.227 -0.777
O 11.857 1.991 29.859 0.038 -0.374 0.159
O 19.358 9.341 30.566 -0.339 0.172 0.237
O 14.898 2.168 26.826 -0.549 -0.099 0.44
O 3.435 7.027 22.926 -0.561 -0.258 -0.008
O 35.525 3.915 30.284 -0.241 0.082 -0.259
O 56.344 2.365 29.441 0.473 -0.053 -0.325
O 56.643 5.996 26.083 0.309 0.017 -0.59
O 26.148 11.024 32.776 0.178 0.172 -0.57
O 60.014 2.807 21.809 -0.116 -0.116 0.443
O 23.291 2.589 25.732 0.379 0.103 -0.073
O 58.132 6.254 28.199 0.311 -0.367 0.001
O 22.536 7.07 27.552 0.142 0.54 0.137
O 6.394 9.436 31.694 0.617 0.161 -0.008
O 39.741 6.484 27.409 0.126 -0.218 -0.081
O 37.203 2.099 29.621 0.418 -0.148 -0.488
O 50.587 4.416 29.423 0.49 -0.157 -0.052
O 34.993 0.657 28.961 -0.217 0.239 0.05
O 41.232 8.735 24.486 0.238 0.323 -0.21
O 45.557 1.933 23.52 -0.032 -0.506 -0.435
O 49.18 4.048 31.795 -0.58 0.132 -0.093
O 61.973 7.988 32.472 -0.118 0.001 -0.15
O 26.54 2.858 25.266 -0.414 -0.626 0.114
O 26.428 5.453 32.842 -0.135 -0.185 -0.091
O 19.938 6.646 23.229 -0.413 -0.172 0.09
O 29.309 7.997 29.968 -0.13 0.415 -0.513
O 57.507 1.786 31.714 0.573 0.21 -0.445
O 56.351 10.463 22.611 -0.149 0.306 -0.05
O 30.422 9.349 31.934 0.211 -0.031 0.507
O 9.272 1.193 31.636 0.262 0.393 -0.576
O 23.003 9.846 28.149 -0.065 -0.338 -0.03
O 10.445 16.147 29.639 -0.091 -0.274 -0.246
O 37.943 4.069 31.329 0.016 0.541 -0.046
O 36.791 5.798 26.284 0.391 0.075 0.031
O 37.429 4.516 28.622 0.332 0.085 -0.294
O 49.869 15.106 22.845 -0.283 -0.229 0.244
O 59.013 -0.109 32.639 -0.084 0.018 -0.318
O 34.522 9.894 26.251 -0.63 -0.275 -0.05
O 36.482 10.356 24.653 -0.064 -0.109 -0.092
O 28.323 6.909 27.879 -0.365 0.343 0.279
O 42.516 7.128 27.923 -0.266 0.356 -0.247
O 19.401 11.809 31.521 -0.311 0.475 -0.113
O 17.857 4.12 32.299 0.408 0.412 -0.071
O 60.755 14.802 31.492 -0.298 0.175 -0.432
O 11.24 7.891 25.428 0.093 0.176 0.317
O 44.791 0.189 28.132 -0.018 -0.324 -0.018
O 40.87 6.556 29.821 -0.334 -0.241 0.591
O 7.028 8.19 25.293 -0.04 -0.147 -0.581
O 23.196 10.501 23.127 -0.227 0.139 0.346
O 3.829 6.215 31.887 -0.507 -0.257 -0.363
O 0.102 2.963 25.271 0.27 -0.504 -0.346
O 49.133 9.984 27.794 0.123 0.006 0.277
O 34.793 12.446 31.979 -0.236 -0.29 -0.207
O 55.577 3.603 31.685 0.293 0.239 -0.21
O 17.032 0.532 27.387 0.044 -0.298 -0.555
O 37.093 2.061 22.91 0.328 0.524 -0.133
O 43.861 10.309 29.523 -0.129 -0.306 -0.444
O 8.867 2.218 25.872 0.134 0.552 -0.111
O 47.06 6.947 31.784 0.349 -0.268 -0.235
O 43.634 9.676 32.124 -0.257 0.547 0.039
O 43.482 12.031 27.611 0.198 0.449 -0.141
O 45.48 12.405 29.29 0.078 0.56 -0.297
O 5.406 15.524 31.835 -0.307 0.027 -0.144
O 55.436 2.596 26.829 0.004 0.222 -0.211
O 12.626 4.519 22.984 -0.088 0.209 -0.015
O 28.806 2.738 29.712 -0.098 -0.112 -0.596
O 25.514 4.066 27.481 -0.56 0.064 -0.189
O 43.664 5.154 26.825 -0.329 -0.123 0.236
O 50.873 8.189 29.761 -0.532 -0.248 -0.214
O 23.152 9.15 31.989 -0.137 0.345 -0.309
O 0.639 14.572 31.459 0.18 -0.252 -0.586
O 27.761 4.895 26.348 0.596 -0.444 -0.062
O 51.751 10.6 29.694 -0.504 -0.049 -0.038
O 52.072 12.416 31.567 -0.475 0.457 -0.194
O 55.357 13.626 22.544 0.42 -0.4 -0.157
O 50.568 13.373 24.585 0.166 -0.178 -0.594
O 54.262 5.334 25.29 -0.115 -0.485 0.188
O 54.876 6.654 30.139 -0.319 -0.663 -0.047
O 50.863 11.419 26.398 0.333 0.155 0.271
O 58.972 5.324 32.581 0.09 0.112 -0.19
O 24.439 5.536 22.162 -0.003 0.023 0.238
O 18.694 1.636 32.134 -0.281 -0.443 0.038
O 50.169 8.18 32.304 0.563 -0.262 0.302
O 30.302 1.7 31.611 -0.329 0.467 0.023
O 43.032 12.698 30.128 0.051 0.35 0.059
O 54.17 10.332 24.87 -0.087 0.081 0.175
O 27.704 4.263 23.265 -0.443 0.471 0.177
O 46.543 9.643 27.684 -0.053 0.151 -0.141
O 14.078 3.391 30.101 0.25 0.64 -0.072
O 0.219 11.24 29.748 -0.031 0.577 0.211
O 9.004 7.191 31.568 -0.385 0.326 -0.227
O 39.008 7.55 25.156 -0.409 -0.058 0.229
O 17.312 6.515 27.055 -0.242 -0.245 -0.423
O 62.306 3.304 29.466 -0.436 0.239 -0.321
O 64.098 6.587 31.723 0.123 0.082 -0.302
O 9.838 8.561 29.356 0.47 0.28 -0.24
O 10.295 5.27 32.76 0.202 -0.093 -0.133
O 61.358 12.626 30.114 -0.119 -0.465 0.126
O 54.316 14.964 31.824 -0.461 -0.328 -0.482
O 18.827 2.063 24.875 -0.081 -0.338 0.441
O 58.42 13.495 29.66 0.54 0.162 0.343
O 27.137 1.804 22.886 0.629 0.028 -0.09
O 9.666 14.66 23.716 0.058 0.507 -0.213
O 35.913 6.66 28.641 -0.457 0.02 -0.19
O 57.862 9.466 24.489 -0.247 -0.274 -0.505
O 43.771 13.778 25.019 -0.194 0.444 0.254
O 2.098 2.657 32.595 -0.031 -0.178 -0.353
O 62.6 2.155 31.876 -0.079 0.053 0.05
O 2.052 7.943 32.727 -0.024 -0.065 -0.358
O 48.734 15.219 25.155 -0.13 -0.012 0.206
O -0.068 10.073 27.247 0.018 0.034 -0.206
O 24.927 7.269 31.753 0.25 -0.097 -0.406
O 8.703 10.961 29.004 0.165 0.092 0.244
O 25.682 1.178 31.804 0.173 0.135 -0.125
O 45.993 8.127 0.119 -0.148 -0.043 -0.135
O 9.72 3.808 27.759 -0.142 0.182 -0.295
O 15.752 -0.146 32.931 -0.038 -0.162 -0.082
O 9.602 13.046 27.651 -0.139 0.189 -0.106
O 1.812 7.616 25.041 -0.137 0.342 -0.146
O 59.27 8.217 29.488 0.373 -0.483 0.239
O 47.643 0.126 32.834 0.08 0.022 -0.209
O 29.062 2.545 24.56 0.046 0.321 -0.011
O 63.461 15.646 26.707 0.297 0.633 -0.01
O 52.027 3.854 27.351 0.219 0.052 -0.283
O 58.184 3.897 26.908 0.134 0.136 -0.013
O 9.124 12.431 31.643 0.368 -0.354 -0.722
O 50.203 3.637 22.77 -0.306 -0.415 0.3
O 19.921 14.578 30.802 0.244 -0.631 0.204
O 51.72 1.695 28.929 0.234 0.088 0.68
O 8.676 15.037 31.236 -0.116 0.269 0.264
O 12.046 14.029 27.577 -0.152 0.337 -0.31
O 12.113 3.722 31.792 -0.062 0.1 -0.001
O 44.01 3.917 31.847 0.365 -0.055 -0.392
O 2 11.334 27.849 -0.192 0.503 -0.131
O 40.15 1.98 29.798 -0.357 0.224 -0.433
O 51.858 6.495 31.545 0.337 -0.363 -0.613
O 58.235 14.627 27.288 -0.53 0.159 -0.151
O 49.352 6.297 30.581 -0.257 0.291 -0.434
O 14.664 14.454 27.815 0.58 0.645 0.038
O 22.648 0.877 27.661 -0.256 -0.261 -0.178
O 14.108 1.371 31.711 -0.777 -0.185 -0.281
O 15.957 10.453 32.72 0.172 -0.036 -0.507
O 37.453 10.846 29.927 0.05 0.511 0.214
O 19.469 15.669 27.191 0.621 0.15 0.19
O 17.913 8.354 32.826 -0.225 -0.137 -0.219
O 4.844 3.344 25.069 -0.412 -0.183 0.589
O 61.884 4.582 22.357 0.375 -0.269 0.009
O 22.865 5.14 25.845 -0.012 -0.225 0.471
O 7.093 12.336 27.322 -0.45 0.076 0.152
O 19.038 14.381 24.941 0.186 0.395 -0.434
O 15.61 5.375 32.879 0.155 -0.199 -0.656
O 1.671 1.116 29.289 0.435 -0.254 0.677
O 21.694 11.735 26.972 -0.505 0.072 -0.406
O 22.257 4.319 31.643 -0.151 0.571 -0.256
O 49.112 15.08 31.42 0.311 -0.113 -0.243
O 25.285 13.882 29.962 -0.468 -0.292 0.167
O 27.804 14.351 25.763 -0.028 -0.106 -0.092
O 29.319 0.178 25.547 -0.485 0.118 -0.148
O 61.725 0.33 28.466 0.424 0.325 -0.047
O 31.397 5.458 32.87 -0.214 -0.267 -0.615
O 42.497 12.715 22.968 -0.002 0.274 -0.08
O 29.242 5.359 29.924 0.589 0.027 0.398
O 31.81 -0.128 32.657 0.064 -0.032 -0.092
O 51.347 15.815 25.067 0.375 -0.16 0.147
O 24.76 11.716 28.854 0.135 0.099 0.542
O 41.223 6.212 25.113 0.114 -0.415 -0.18
O 28.051 14.088 29.669 0.123 -0.441 -0.007
O 3.502 11.761 22.967 -0.001 0.153 0.202
O 13.228 7.434 27.234 0.219 -0.217 -0.332
O 17.541 14.833 31.754 0.087 -0.256 -0.19
O 3.039 14.027 25.107 0.102 0.302 -0.251
O 29.085 13.474 32.706 0.077 0.033 -0.554
O 59.559 10.576 26.056 0.088 0.01 0.236
O 39.429 14.742 23.275 -0.42 -0.147 0.125
O 4.772 8.677 29.762 -0.456 0.336 0.28
O 56.686 15.478 29.277 0.136 0.321 0.367
O 18.365 -0.015 29.575 0.078 0.469 0.329
O 46.905 15.8 29.837 -0.116 0.255 0.397
O 39.197 4.764 25.526 -0.171 0.143 0.214
O 32.928 9.953 32.137 0.392 0.108 -0.148
O 31.015 11.849 31.931 0.203 0.235 -0.421
O 4.024 9.733 27.492 -0.02 -0.025 -0.385
O 40.739 -0.027 24.955 0.075 0.116 -0.366
O 6.23 6.9 31.015 0.538 -0.168 -0.02
O 47.438 7.682 23.07 0.441 0.249 0.117
O 35.98 0.764 31.516 -0.06 -0.282 0.075
O 44.961 13.577 32.866 0.055 0.244 -0.563
O 21.237 10.674 32.794 0.051 0.111 -0.441
O 52.523 0.55 31.608 -0.223 -0.202 -0.331
O 64.289 0.143 32.136 0.493 0.178 0.273
O 40.235 7.748 32.767 0.216 -0.129 -0.362
O 38.673 9.43 31.731 0.342 0.174 -0.597
O 54.952 7.848 25.037 0.548 0.177 -0.06
O 54.879 11.463 27.156 -0.109 -0.39 0.109
O 35.705 3.184 24.849 0.226 0.118 0.128
O 40.697 13.372 0.074 -0.032 -0.215 0.042
O 61.265 0.672 24.406 0.094 0.128 0.188
O 17.743 12.4 23.748 -0.33 -0.257 -0.048
O 45.661 2.162 32.812 -0.017 -0.034 -0.49
O 61.21 9.798 29.165 0.105 -0.084 -0.45
O 24.219 4.358 29.802 0.224 0.248 0.002
O 37.215 15.87 29.487 0.354 0.181 0.134
O 38.323 7.03 29.574 0.147 -0.334 0.591
O 36.128 0.625 24.924 0.086 0.037 0.019
O 34.032 12.308 26.952 0.349 0.521 -0.297
O 59.695 1.956 27.926 0.151 0.529 -0.138
O 0.664 7.132 27.477 -0.17 -0.076 0.041
O 13.84 7.667 29.884 0.582 -0.338 0.005
O 56.254 13.446 32.635 0.13 -0.041 -0.394
O 16.412 2.423 31.103 0.047 -0.183 0.022
O 50.895 2.392 32.636 -0.092 -0.086 -0.4
O -0.602 2.295 29.751 0.303 0.104 0.695
O 30.834 6.544 28.299 0.09 -0.258 -0.074
O 56.409 11.875 29.269 -0.062 -0.272 -0.111
O 53.595 10.572 32.554 -0.09 -0.114 -0.22
O 25.038 10.251 24.909 -0.227 -0.803 -0.074
O 21.388 0.127 29.835 -0.48 -0.145 -0.273
O 55.634 1.004 24.786 0.26 0.174 -0.017
O 16.386 14.111 25.167 0.207 0.386 0.612
O 12.267 13.375 32.257 -0.29 -0.514 -0.039
O 0.601 4.651 31.765 0.041 0.146 -0.068
O 2.932 10.69 25.342 -0.057 -0.616 0.039
O 31.782 7.695 26.072 0.59 0.061 -0.331
O 53.661 5.114 32.635 0.08 -0.076 -0.388
O 53.938 1.342 22.763 0.101 0.399 0.458
O 25.724 2.249 29.319 0.126 -0.404 -0.299
O 27.817 9.207 31.819 -0.092 -0.189 -0.669
O 21.798 5.151 29.211 -0.377 -0.312 -0.069
O 51.636 5.469 21.612 -0.11 0.253 0.337
O 33.825 14.806 31.74 0.37 0.234 -0.421
O 49.982 9.195 25.418 -0.29 0.24 0.078
O 24.794 9.203 29.887 0.556 -0.008 -0.067
O 11.708 11.473 27.47 -0.102 -0.374 -0.278
O -0.533 15.962 29.566 -0.177 -0.245 -0.314
O 50.361 4.305 25.262 -0.266 -0.503 0.287
O 44.22 9.799 26.481 0.121 0.129 0.065
O 8.289 1.726 28.459 0.22 -0.288 0.153
O 38.837 14.764 25.856 0.163 0.12 0.577
O 22.252 2.604 29.611 -0.506 0.001 -0.265
O 54.366 12.976 25.045 -0.245 0.177 0.54
O 17.476 4.255 25.723 -0.577 0.137 0.024
O 47.17 13.46 30.969 0.012 -0.071 0.64
O 23.893 0.549 29.978 -0.16 -0.572 0.036
O 57.089 6.903 31.64 0.02 -0.262 -0.533
O 8.008 13.411 25.111 0.364 -0.203 -0.021
O 7.744 10.566 22.174 0.167 0.183 0.319
O 46.297 11.007 21.672 -0.133 0.189 -0.09
O 56.137 16.107 22.546 0.755 0.45 -0.085
O 41.664 11.599 32.087 0.348 -0.572 -0.207
O 34.571 15.646 26.556 -0.09 -0.054 0.239
O 9.273 9.322 24.536 0.105 0.196 0.062
O 21.684 7.31 25.063 0.272 0.449 -0.18
O 64.257 3.615 27.542 -0.49 0.237 -0.24
O 63.538 13.273 25.623 0.063 -0.01 0.359
O 59.405 2.174 25.296 0.188 0.369 -0.368
O 29.499 15.025 27.657 0.152 0.024 -0.126
O 31.047 1.61 29.001 0.117 0.012 -0.069
O 10.727 1.379 27.545 0.035 -0.071 -0.361
O 35.034 4.317 27.611 0.195 -0.448 0.138
O 22.437 14.674 31.581 0.277 -0.054 -0.474
O 55.376 8.871 31.582 -0.07 0.085 -0.289
O 25.253 12.205 23.189 -0.113 0.052 0.297
O 47.656 11.095 29.637 0.344 0.058 0.139
O 43.144 5.372 29.898 0.259 -0.261 -0.381
O 4.409 15.921 29.388 -0.57 -0.538 0.249
O 4.71 14.946 26.891 0.245 0.004 -0.122
O 19.34 8.38 25.139 -0.143 0.036 -0.181
O 46.109 14.982 25.222 -0.318 0.233 0.291
O 63.512 4.493 24.309 -0.233 -0.569 0.052
O 9.586 5.92 29.281 -0.439 -0.223 -0.035
O 6.244 3.811 22.946 0.086 0.011 0.406
O 56.509 11.579 25.032 0.406 0.446 0.234
O 47.287 15.923 27.341 0.121 -0.289 0.218
O 34.208 10.412 28.789 0.224 -0.262 0.525
O 42.369 0.854 28.943 0.112 0.032 0.645
O -0.139 1.193 27.405 -0.276 -0.408 -0.458
O 51.613 9.183 27.467 0.313 0.031 -0.306
O 36.905 14.076 27.554 -0.427 -0.32 -0.05
O 63.664 12.435 23.206 0.112 0.509 0.267
O 5.889 5.794 25.564 0.497 -0.107 -0.272
O 52.745 1.47 26.541 0.593 -0.092 -0.151
O 34.777 5.603 24.61 -0.354 0.294 0.137
O 11.839 4.512 29.223 0.392 0.357 0.049
O 40.792 2.571 25.372 0.213 0.394 -0.315
O 4.291 4.555 27.261 -0.561 0.056 0.169
O 59.391 13.192 25.469 -0.259 0 -0.694
O 35.632 13.846 29.909 -0.055 0.103 0.018
O 6.868 13.474 32.192 -0.221 -0.519 0.03
O 59.273 15.973 29.245 0.039 0.034 0.252

Results
total energy: -406611.029 eV
total energy less fixed offsets of O -438.35, Si -107.03 eV per atom: 1.771 eV
